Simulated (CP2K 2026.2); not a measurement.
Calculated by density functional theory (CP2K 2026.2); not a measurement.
Periodic cell of 2016 atoms, Si1440O576, from a study of silicon, its oxide and their interface. The atomic structure is a simulated model.
Doubt: the forces sum to 4.19 eV/angstrom along one axis rather than to zero, so they err by at least 0.0021 eV/angstrom per atom on average; the grid cutoff is modest.

Settings: functional PBE; method Gaussian and plane waves; basis set DZVP-MOLOPT-SR-GTH; pseudopotentials GTH-PBE; grid cutoff 300 Ry, relative cutoff 40 Ry; k points Gamma only; occupations fixed; spin none; net charge 0.

Cell vectors (angstrom)
a 65.28 0 0
b 0 16.32 0
c 5.2755 5.1926 33.2339

Atoms and the computed forces on them: element, x, y, z (angstrom), force x, y, z (eV/angstrom)
Si 1.259 -1.13 0.322 0.175 -0.287 0.678
Si 3.778 1.71 0.289 0.037 -0.049 0.715
Si 1.568 3.936 0.103 -0.134 0.117 0.648
Si 4.196 6.769 0.062 -0.247 0.17 0.673
Si 1.122 -6.643 0.065 0.233 -0.199 0.723
Si 4.411 -4.249 -0.11 -0.258 0.141 0.702
Si 7.133 -1.497 -0.001 -0.261 0.18 0.742
Si 10.021 1.297 0.162 -0.438 0.143 0.613
Si 6.372 4.42 0.074 0.299 -0.171 0.688
Si 9.724 6.638 0.294 -0.258 0.086 0.679
Si 6.476 9.713 0.212 0.154 -0.025 0.7
Si -6.966 -3.684 -0.033 0.162 -0.366 0.738
Si -4.278 -1.092 -0.025 0.203 -0.149 0.715
Si -1.036 1.089 0.029 -0.418 0.406 0.63
Si -4.39 4.357 0.351 -0.001 -0.169 0.724
Si -1.842 6.833 0.09 0.412 -0.119 0.696
Si -3.89 -7.099 0.108 -0.13 0.245 0.704
Si -1.094 -4.415 0.165 -0.076 0.163 0.759
Si 2.727 0.096 1.608 -0.007 0.014 -0.06
Si 5.366 2.864 1.508 0.019 -0.006 -0.055
Si 2.675 5.538 1.393 0.018 0.011 -0.04
Si 5.307 8.221 1.539 0.017 -0.008 -0.061
Si 2.743 -5.387 1.262 0.008 -0.005 -0.045
Si 5.456 -2.634 1.289 0.019 -0.016 -0.063
Si 8.193 0.174 1.283 0.007 0.002 -0.06
Si -5.466 2.675 1.508 0.019 -0.02 -0.035
Si 8.028 5.478 1.427 0.001 -0.018 -0.041
Si -5.427 8.148 1.486 -0.01 -0.005 -0.059
Si 8.035 -5.425 1.524 -0.005 0.008 -0.048
Si -5.371 -2.679 1.352 0.008 0.013 -0.073
Si -2.712 0.032 1.316 0.019 0.006 -0.05
Si -0.046 2.782 1.353 -0.027 0.001 -0.063
Si -2.86 5.486 1.682 0.007 -0.009 -0.047
Si -0.083 8.029 1.264 -0.027 0.015 -0.033
Si -2.734 -5.504 1.413 0.018 -0.019 -0.077
Si 0.026 -2.775 1.431 -0.005 -0.021 -0.056
Si 1.275 1.452 2.843 -0.014 0.044 0.037
Si 4.014 4.219 2.842 -0.019 0.021 0.047
Si 1.274 6.814 2.747 0.006 0.033 0
Si 3.941 9.592 2.807 -0.023 0.029 0.021
Si 1.416 -4.097 2.753 0.01 -0.026 0.033
Si 4.119 -1.349 2.773 0.008 -0.033 0.015
Si 6.773 1.428 2.73 0.028 -0.024 -0.01
Si 9.302 4.128 2.928 -0.022 0.044 0.011
Si 6.736 6.867 2.829 0.014 -0.002 0.014
Si 9.447 -6.742 2.855 -0.008 -0.001 0.019
Si 6.685 -4.002 2.813 -0.011 0.03 0.041
Si -6.695 -1.401 2.84 -0.003 -0.031 0.036
Si -4.008 1.363 2.784 0.008 -0.022 0.025
Si -1.381 4.08 2.803 0.027 -0.035 0.004
Si -4.152 6.865 2.982 -0.008 0.013 0.047
Si -1.368 -6.891 2.736 -0.002 -0.038 0.042
Si -4.067 -4.086 2.72 -0.001 0.022 0.007
Si -1.392 -1.373 2.714 -0.006 0.016 0.012
Si -0.06 0.004 4.125 0 0.007 -0.002
Si 2.664 2.805 4.175 -0.002 -0.005 -0.015
Si -0.021 5.445 4.151 -0.018 0.002 0.002
Si 2.606 8.194 4.139 0.014 -0.002 -0.003
Si 0.006 -5.478 4.078 -0.009 -0.007 -0.029
Si 2.725 -2.703 4.126 -0.004 0.003 0
Si 5.438 0.042 4.122 0.023 0.005 0.02
Si 8.014 2.738 4.248 -0.01 0.01 0.008
Si 5.379 5.526 4.211 0.005 -0.013 -0.011
Si 8.093 -8.11 4.197 -0.002 -0.024 0.003
Si 5.333 -5.382 4.164 0.027 0.007 -0.016
Si 8.041 -2.632 4.19 0.017 -0.003 -0.019
Si -5.361 -0.005 4.158 -0.025 0.014 0.006
Si -2.7 2.712 4.177 -0.011 0.002 0.015
Si -5.484 5.414 4.223 0.007 0.003 0.005
Si -2.708 8.194 4.225 0.01 0.009 -0.002
Si -5.419 -5.423 4.115 0.017 -0.01 -0.001
Si -2.724 -2.724 4.103 0.005 0.003 0.007
Si 1.306 -1.414 16.46 -0.034 -0.012 0.01
Si 4.064 1.365 16.426 -0.001 0.007 0.01
Si 1.296 4.069 16.43 -0.012 0.002 -0.008
Si 4.061 6.833 16.427 0.026 0.022 0
Si 1.342 -6.836 16.463 0 -0.007 0
Si 4.035 -4.079 16.5 -0.025 0.012 0.009
Si 6.773 -1.357 16.431 -0.014 -0.01 0.006
Si -6.789 1.353 16.388 0.02 0.013 -0.004
Si 6.774 4.104 16.406 0 -0.008 0.002
Si -6.82 6.787 16.404 0 0.011 0.005
Si 6.749 -6.754 16.448 0.004 -0.013 0.01
Si -6.832 -4.13 16.327 -0.011 0.016 -0.01
Si -4.114 -1.389 16.375 -0.005 -0.001 -0.005
Si -1.407 1.329 16.367 0.002 -0.008 -0.016
Si -4.107 4.058 16.421 0.005 -0.009 0.01
Si -1.386 6.774 16.476 -0.004 0.007 0.003
Si -4.118 9.439 16.435 -0.017 0.008 -0.001
Si -1.399 -4.119 16.434 0.002 0.016 -0.011
Si 2.692 -0.018 17.751 0.004 -0.001 -0.012
Si 5.428 2.736 17.789 0.006 -0.01 0.025
Si 2.681 5.456 17.737 -0.028 -0.007 -0.017
Si 5.434 8.16 17.83 -0.001 -0.01 0.011
Si 2.682 -5.487 17.852 0.011 -0.012 0.009
Si 5.423 -2.706 17.849 0.016 0.001 -0.003
Si 8.148 0.043 17.729 0.014 0.018 -0.01
Si -5.442 2.702 17.805 -0.02 -0.02 0.008
Si 8.17 5.468 17.723 0.008 0.022 -0.024
Si -5.495 8.112 17.84 0.015 0.009 0.006
Si 8.08 -5.33 17.787 -0.007 0.031 -0.016
Si -5.477 -2.786 17.683 0.012 0.013 0.008
Si -2.729 -0.05 17.726 0.004 0.004 -0.012
Si -0.113 2.698 17.752 -0.009 0.013 -0.012
Si -2.769 5.407 17.819 0.017 -0.007 0.004
Si -0.002 -8.2 17.851 0.012 0 0.001
Si -2.721 -5.545 17.765 -0.001 -0.011 0.013
Si -0.077 -2.776 17.845 0.022 0.025 0.001
Si 1.238 1.292 19.03 -0.023 0.007 -0.028
Si 3.983 4.08 19.087 0.059 -0.014 -0.015
Si 1.394 6.759 19.198 0 0.014 -0.001
Si 4.116 -6.787 19.233 0.009 -0.017 -0.025
Si 1.232 -4.206 19.204 -0.034 -0.027 -0.029
Si 4.056 -1.316 19.163 0.015 0.005 0.004
Si 6.842 1.388 19.133 -0.006 0.001 -0.057
Si -6.839 4.088 19.131 0.013 0.015 -0.02
Si 6.793 6.722 19.147 -0.028 0.015 -0.018
Si -6.893 9.527 19.135 -0.007 0.032 -0.042
Si 6.794 -3.994 19.3 0 -0.003 0.015
Si 9.517 -1.217 19.155 -0.002 0.005 0.002
Si -4.012 1.32 19.109 0.032 0.006 -0.016
Si -1.425 4.04 19.197 -0.004 -0.013 -0.028
Si -4.141 6.722 19.219 -0.003 -0.021 -0.024
Si -1.386 -6.871 19.219 0 0.018 -0.016
Si -4.137 -4.188 19.019 -0.012 -0.004 -0.033
Si -1.48 -1.409 19.186 -0.008 -0.014 0.01
Si -0.047 -0.03 20.487 0.012 0.006 0.017
Si 2.505 2.74 20.324 -0.052 0.034 0.029
Si 0.028 5.364 20.516 0.006 -0.051 0.059
Si 2.789 8.086 20.573 0.027 -0.001 0.002
Si -0.113 -5.583 20.729 0.044 -0.006 0.025
Si 2.671 -2.773 20.392 0.03 0.016 0.017
Si 5.388 0.133 20.519 -0.019 0.012 0.055
Si 8.376 2.694 20.382 0.013 -0.061 0.053
Si 5.404 5.292 20.486 0.027 0.022 -0.002
Si 8.12 8.168 20.471 -0.004 -0.003 0.014
Si 5.478 -5.427 20.695 -0.028 -0.016 0.042
Si 8.11 -2.477 20.631 -0.043 0.007 0.082
Si -5.435 -0.11 20.281 0.013 0 0.036
Si -2.744 2.669 20.628 0.005 0.001 0.018
Si -5.52 5.372 20.62 -0.019 -0.03 0.022
Si -2.735 -8.246 20.555 0.016 0.011 0.065
Si -5.473 -5.447 20.456 0.011 -0.017 0.061
Si -2.873 -2.894 20.453 0.045 -0.004 0.053
Si 1 -1.776 21.657 0.345 0.396 -0.619
Si 3.72 1.356 21.654 0.298 0.087 -0.673
Si 1.114 3.783 21.912 0.074 0.216 -0.663
Si 4.404 6.919 21.868 -0.176 -0.088 -0.697
Si 1.638 -6.679 21.915 -0.39 -0.323 -0.677
Si 3.734 -4.284 21.816 0.399 0.227 -0.757
Si 6.696 -1.078 22.033 0.12 -0.082 -0.805
Si -6.559 1.44 21.558 -0.191 -0.017 -0.767
Si 6.883 3.869 21.664 -0.145 -0.082 -0.57
Si -6.662 7.101 21.766 -0.281 -0.321 -0.659
Si 6.613 -7.118 21.958 0.061 0.23 -0.647
Si 9.78 -3.661 21.767 -0.307 -0.248 -0.675
Si -4.461 -1.726 21.663 -0.019 -0.013 -0.681
Si -1.09 1.523 21.901 -0.17 -0.076 -0.649
Si -4.427 3.715 21.952 0.26 0.305 -0.718
Si -1.342 6.673 21.835 -0.063 0.077 -0.731
Si -4.308 -7.005 21.77 0.284 0.276 -0.612
Si -1.356 -3.931 21.974 -0.374 -0.527 -0.478
Si -5.727 -5.306 -4.924 -0.052 0.11 -0.046
Si -3.998 -6.775 -2.839 -0.012 0.045 0.144
Si -2.773 4.993 24.117 -0.049 -0.012 0.046
Si 4.714 4.373 26.021 -0.096 -0.008 -0.009
Si 2.12 0.276 -6.813 0.044 -0.098 -0.036
Si -8.769 2.077 -6.98 -0.04 -0.003 -0.111
Si -4.422 -6.733 24.759 0.056 0.174 -0.111
Si 1.969 -0.91 -2.624 -0.122 -0.044 0.09
Si -2.146 -3.078 24.904 0.157 -0.099 -0.054
Si -14.471 -1.974 -2.937 -0.047 -0.006 0.106
Si -3.988 1.508 26.061 0.054 0.168 -0.016
Si 1.141 5.016 -2.809 -0.016 0.057 0.058
Si 4.046 -2.996 -3.069 -0.032 0.044 0.217
Si 6.77 4.832 -2.733 0.102 -0.146 0.051
Si -0.887 0.501 -2.973 0.139 0.087 0.27
Si -2.655 -0.321 23.918 0.128 -0.027 -0.096
Si -6.67 2.112 -4.608 0.02 0.053 -0.005
Si -4.939 -3.8 25.858 0.031 -0.139 0.009
Si -6.73 6.374 -5.709 -0.026 0.126 0.117
Si 1.17 1.113 26.019 0.062 0.132 0.051
Si 7.987 -7.536 -4.77 -0.033 -0.097 -0.071
Si 7.552 -6.339 24.91 0.019 0.023 -0.159
Si 2.643 5.523 24.097 0.038 -0.059 -0.071
Si -8.197 -0.005 23.799 -0.073 -0.046 -0.091
Si -1.291 3.126 26.167 -0.053 -0.093 -0.09
Si 3.389 -5.667 -4.189 -0.011 -0.097 0.086
Si -8.128 -8.033 -2.014 0.19 -0.07 0.164
Si -6.829 -3.382 -3.002 -0.019 0.033 0.059
Si -2.39 5.128 -6.046 -0.07 -0.038 0.076
Si 5.29 2.53 23.857 0.094 -0.113 0.081
Si -0.96 3.299 -4.054 -0.051 0.011 0.039
Si 3.944 4.109 -3.696 -0.076 -0.076 0.03
Si 4.293 1.156 -2.562 0.087 -0.02 0.065
Si -5.17 3.833 -6.523 0.172 -0.055 0.072
Si 13.121 4.86 24.727 -0.027 0.06 -0.19
Si 0.223 -5.607 -4.465 -0.098 -0.194 -0.108
Si 8.415 0.645 24.075 0.068 -0.02 -0.128
Si 7.837 4.153 -5.489 0.029 -0.062 0.05
Si -5.987 -0.869 -4.223 -0.082 -0.072 0.049
Si 7.077 -5.571 -6.371 0.009 0.098 0.045
Si 0.575 7.876 24.033 0.087 0.018 -0.096
Si -2.819 4.803 -1.986 0.054 0.146 0.035
Si 5.323 -4.485 26.17 -0.024 0.006 0.039
Si 0.789 7.641 -4.169 -0.118 0.125 0.078
Si -3.22 -1.639 -3.001 -0.005 0.005 0.259
Si -1.947 -4.366 -2.728 -0.069 0.04 0.096
Si 7.842 7.673 -1.842 -0.005 -0.054 0.21
Si 2.391 -0.539 23.717 0.145 0.005 0.118
Si -10.868 -5.398 -5.021 -0.098 -0.067 -0.087
Si 4.676 -2.451 24.066 -0.057 0.077 -0.133
Si 9.547 -1.404 26.182 0.108 0.056 -0.016
Si 8.5 5.503 23.687 0.108 -0.034 0.028
Si 2.908 -7.77 -2.27 0.044 -0.105 0.204
Si -4.107 6.668 -3.936 -0.17 0.004 -0.085
Si 1.336 -1.343 5.466 -0.004 0.001 0.013
Si 4.039 1.398 5.479 0.004 -0.006 -0.002
Si 1.322 4.124 5.556 0 0.001 0.007
Si 3.998 6.874 5.529 0.001 0.014 0.001
Si 1.298 9.531 5.534 -0.023 -0.012 0.013
Si 4.018 -4.042 5.554 -0.012 -0.01 -0.002
Si 6.719 -1.296 5.569 0 0.004 0.009
Si 9.425 1.429 5.607 0.011 0.005 0.002
Si 6.681 4.124 5.579 0.004 -0.003 0.019
Si 9.415 6.86 5.597 -0.019 -0.008 0.011
Si 6.715 -6.739 5.517 0.005 0.022 0.005
Si 9.448 -4.005 5.512 0.013 0.014 -0.002
Si -4.05 -1.384 5.518 0.007 0.005 0.002
Si -1.375 1.343 5.538 0.021 0 0.008
Si -4.079 4.063 5.529 0.003 -0.002 0.011
Si -1.371 6.791 5.537 -0.002 -0.012 0.014
Si -4.075 -6.755 5.526 -0.005 0.004 0.013
Si -1.351 -4.091 5.444 -0.004 -0.016 0.001
Si 2.684 0.022 6.844 0.001 -0.004 -0.009
Si 5.347 2.741 6.914 0.004 0.018 -0.01
Si 2.675 5.487 6.906 -0.003 0.005 -0.004
Si 5.368 -8.102 6.892 -0.012 -0.005 -0.006
Si 2.662 -5.423 6.89 0.003 0.01 -0.005
Si 5.369 -2.676 6.909 0.001 0.007 0.001
Si 8.083 0.044 6.936 0.006 -0.002 0.006
Si 10.811 2.778 6.935 0.005 0.005 0.009
Si 8.064 5.479 6.926 0.005 -0.008 -0.001
Si 10.818 -8.104 6.908 0.013 -0.001 -0.004
Si 8.092 -5.382 6.868 -0.009 0.006 -0.005
Si 10.812 -2.688 6.906 0.002 -0.003 -0.001
Si -2.719 -0.021 6.896 -0.002 0.002 0.001
Si -0.023 2.724 6.889 -0.005 -0.014 0.002
Si -2.727 5.427 6.889 0.004 -0.002 0.002
Si -0.033 8.161 6.902 0.002 0 -0.004
Si -2.708 -5.407 6.867 -0.005 -0.005 -0.009
Si -0.012 -2.722 6.833 0.007 0.003 -0.015
Si 1.339 1.365 8.24 0.007 0.013 -0.004
Si 4.012 4.111 8.273 -0.012 -0.014 0.004
Si 1.322 6.822 8.277 -0.001 0.006 0.001
Si 4.02 -6.762 8.266 0.005 0.007 0.003
Si 1.315 -4.063 8.244 -0.008 -0.016 0.001
Si 4.012 -1.322 8.255 -0.003 -0.005 0.002
Si 6.722 1.403 8.279 -0.004 -0.011 -0.004
Si 9.448 4.139 8.276 0.005 0.009 -0.001
Si 6.713 6.849 8.266 0.001 -0.017 -0.006
Si 9.45 -6.738 8.242 0.012 0.006 -0.005
Si 6.742 -4.037 8.25 0.007 0.006 -0.001
Si 9.459 -1.321 8.263 0.011 0.014 0.003
Si -4.084 1.338 8.245 -0.008 -0.011 -0.002
Si -1.379 4.071 8.258 -0.006 0.009 -0.004
Si -4.083 6.798 8.233 0.001 0.003 0.002
Si -1.387 -6.79 8.243 -0.002 -0.005 0.001
Si -4.072 -4.077 8.237 0.013 0.005 -0.006
Si -1.355 -1.38 8.236 -0.007 0.006 -0.003
Si -0.012 -0.007 9.602 0.015 -0.012 -0.003
Si 2.669 2.731 9.625 -0.003 0.004 0.001
Si -0.03 5.439 9.623 0.004 -0.006 -0.002
Si 2.678 -8.136 9.631 -0.002 -0.009 -0.006
Si -0.028 -5.435 9.608 -0.004 0.002 -0.006
Si 2.67 -2.701 9.61 -0.003 0.014 -0.003
Si 5.373 0.028 9.626 0.001 0.011 -0.003
Si 8.091 2.767 9.623 0.01 0.002 -0.004
Si 5.376 5.472 9.629 -0.001 0.002 0
Si 8.095 -8.108 9.602 -0.003 0.003 -0.005
Si 5.387 -5.402 9.613 -0.003 -0.001 -0.008
Si 8.097 -2.682 9.614 0.006 -0.004 -0.004
Si -5.445 -0.024 9.592 -0.004 0.005 0.002
Si -2.734 2.702 9.609 -0.001 0.001 -0.002
Si -5.438 5.426 9.584 0.002 -0.01 0
Si -2.734 -8.163 9.6 -0.001 0.002 0
Si -5.435 -5.456 9.579 0.008 0.004 -0.006
Si -2.718 -2.729 9.606 -0.004 0.004 0
Si 1.327 -1.358 10.989 -0.001 -0.005 0.003
Si 4.03 1.382 10.995 0.001 -0.006 0
Si 1.317 4.08 10.993 0 -0.011 0.006
Si 4.025 -9.497 10.996 -0.007 0.003 0.007
Si 1.318 -6.787 10.988 0 0.01 0.002
Si 4.03 -4.052 10.978 0.004 0.002 0.003
Si 6.737 -1.332 10.979 0.002 -0.003 0.004
Si 9.468 1.403 10.951 0.005 -0.001 0.004
Si 6.743 4.122 10.991 -0.004 0 0.005
Si 9.47 -9.456 10.956 0.018 -0.004 0.001
Si 6.741 -6.762 10.974 0 0.001 0
Si 9.463 -4.035 10.964 0.004 0.002 0.004
Si -4.083 -1.377 10.958 0.002 0.004 0.005
Si -1.372 1.346 10.969 -0.003 -0.002 0.001
Si -4.093 4.068 10.956 -0.005 0.008 -0.002
Si -1.385 6.801 10.976 -0.005 0.006 0.004
Si -4.092 -6.816 10.96 -0.005 -0.009 0.003
Si -1.378 -4.092 10.981 0 -0.005 0.001
Si 2.687 0.001 12.352 0.005 0.014 -0.004
Si 5.39 2.748 12.351 -0.004 -0.004 -0.001
Si 2.675 5.447 12.351 -0.003 -0.001 -0.004
Si 5.39 -8.127 12.341 0.003 -0.004 -0.005
Si 2.681 -5.425 12.339 -0.003 -0.002 -0.011
Si 5.386 -2.698 12.348 -0.007 0 -0.004
Si 8.11 0.039 12.312 0.004 0 -0.006
Si 10.837 2.782 12.279 0.006 -0.008 -0.003
Si 8.116 5.499 12.322 0.011 0.008 0.003
Si 10.838 -8.09 12.302 0.005 0.012 -0.001
Si 8.1 -5.394 12.324 0.003 -0.004 -0.001
Si 10.838 -2.664 12.292 0.002 0.002 -0.001
Si -2.73 -0.019 12.324 0.001 -0.002 0.004
Si -0.03 2.706 12.351 0.006 0.009 0.002
Si -2.741 5.425 12.323 -0.006 -0.014 -0.001
Si -0.033 8.159 12.348 0.005 -0.007 -0.002
Si -2.731 -5.467 12.333 0.002 0.008 0.003
Si -0.021 -2.735 12.347 0.004 0.008 0.003
Si 1.334 1.35 13.716 0.003 -0.019 0.005
Si 4.036 4.102 13.72 -0.003 -0.001 0.006
Si 1.318 6.798 13.714 -0.003 0.001 0.004
Si 4.033 -6.775 13.709 -0.013 0.003 0.004
Si 1.332 -4.093 13.723 0.007 -0.001 0.006
Si 4.032 -1.358 13.727 0.004 -0.002 0.009
Si 6.759 1.38 13.693 0.004 -0.003 0.008
Si 9.487 4.135 13.659 0.011 -0.002 0.011
Si 6.759 -9.472 13.697 -0.013 0.008 0.008
Si 9.474 -6.736 13.672 0.014 -0.005 0.006
Si 6.741 -4.059 13.709 0.008 0 0.01
Si 9.475 -1.315 13.66 0.01 -0.001 0.007
Si -4.104 1.345 13.658 -0.01 0.018 -0.002
Si -1.396 4.07 13.698 -0.004 0.005 0.008
Si -4.096 6.771 13.69 0.007 -0.004 -0.001
Si -1.387 9.502 13.725 -0.003 -0.002 0.008
Si -4.097 -4.117 13.681 -0.015 0.01 0.009
Si -1.385 -1.384 13.699 0.002 -0.006 0.008
Si -0.016 -0.036 15.063 0.012 0.017 -0.001
Si 2.684 2.724 15.079 0.005 0.005 0.003
Si -0.048 5.434 15.07 0.005 -0.018 0.001
Si 2.686 8.164 15.062 -0.009 -0.007 -0.006
Si -0.015 -5.465 15.091 0.002 0 0.003
Si 2.686 -2.739 15.098 0.007 0.007 -0.004
Si 5.412 0.005 15.066 0.012 0.004 0
Si 8.126 2.765 15.019 -0.004 0.002 -0.002
Si 5.411 5.473 15.061 0.003 0.004 0.003
Si 8.11 -8.086 15.042 0.005 0.009 0.001
Si 5.376 -5.416 15.089 0.001 -0.008 0.005
Si 8.119 -2.68 15.03 -0.002 0.004 0.002
Si -5.456 -0.016 15.013 0.003 -0.006 0.001
Si -2.768 2.702 15.034 -0.001 -0.008 -0.001
Si -5.46 5.417 15.05 0.001 0.004 0.008
Si -2.74 8.112 15.074 -0.008 -0.003 0.009
Si -5.445 -5.503 15.03 0.008 -0.01 0.01
Si -2.744 -2.76 15.047 0.005 0.002 0.001
Si 17.318 -1.119 0.029 0.279 -0.314 0.592
Si 19.929 1.649 -0.06 0.369 -0.208 0.699
Si 17.749 3.951 0.136 -0.211 0.147 0.738
Si 20.655 6.546 -0.063 -0.159 0.205 0.71
Si 17.257 -6.5 -0.041 0.153 -0.113 0.706
Si 20.521 -4.127 0.058 -0.281 0.253 0.617
Si 23.515 -1.592 0.046 -0.243 0.128 0.741
Si 26.264 1.089 0.244 -0.207 0.026 0.715
Si 22.792 4.219 0.034 0.256 -0.1 0.66
Si 25.854 7.006 -0.016 -0.127 -0.094 0.759
Si 22.833 9.929 -0.059 0.39 -0.415 0.673
Si 9.217 -3.801 0.377 0.069 -0.051 0.768
Si 11.948 -1.148 0.487 0.081 -0.063 0.705
Si 15.039 1.034 0.437 -0.059 0.298 0.668
Si 11.871 4.408 0.578 0.127 -0.016 0.739
Si 14.533 6.907 0.207 0.252 0.023 0.675
Si 12.441 -7.113 0.237 -0.027 0.165 0.774
Si 15.059 -4.233 -0.033 -0.251 0.143 0.75
Si 18.96 0.006 1.3 -0.014 0.001 -0.058
Si 21.629 2.669 1.304 -0.037 -0.009 -0.062
Si 19.017 5.51 1.323 0.045 0.001 -0.046
Si 21.777 8.196 1.199 -0.002 0.013 -0.014
Si 18.912 -5.377 1.256 -0.017 -0.021 -0.052
Si 21.777 -2.601 1.305 0.02 0.002 -0.057
Si 24.562 -0.015 1.397 0.009 -0.014 -0.054
Si 10.798 2.772 1.795 0 0 -0.051
Si 24.478 5.456 1.198 -0.01 0.019 -0.076
Si 10.846 -8.131 1.603 0.015 -0.006 -0.054
Si 24.519 -5.39 1.262 -0.001 -0.018 -0.052
Si 10.724 -2.654 1.718 0.001 -0.015 -0.034
Si 13.517 -0.038 1.79 -0.019 0.029 -0.052
Si 16.201 2.781 1.472 0.016 0.001 -0.043
Si 13.489 5.539 1.741 0.01 0.024 -0.082
Si 16.216 -8.145 1.306 -0.022 0.016 -0.055
Si 13.549 -5.399 1.389 0.015 0 -0.042
Si 16.219 -2.718 1.353 -0.017 -0.009 -0.05
Si 17.624 1.37 2.748 0.007 -0.007 0.026
Si 20.345 4.096 2.7 -0.006 -0.001 0.024
Si 17.645 6.872 2.669 -0.017 -0.001 0.005
Si 20.343 9.54 2.569 0.006 0.003 0.028
Si 17.634 -4.029 2.703 0.002 -0.013 0.022
Si 20.4 -1.27 2.66 -0.025 -0.017 0.009
Si 23.095 1.367 2.638 0.01 0.022 0.004
Si 25.774 4.131 2.705 -0.006 0.074 -0.004
Si 23.144 6.844 2.607 -0.014 -0.019 -0.006
Si 25.828 -6.727 2.697 -0.021 0.007 0.004
Si 23.131 -4.032 2.65 0.047 0.031 0.042
Si 9.378 -1.184 2.898 -0.042 0.037 0.02
Si 12.217 1.429 3.056 0.001 -0.002 0.034
Si 14.915 4.118 2.895 -0.006 -0.019 0.025
Si 12.126 6.88 3.043 -0.006 -0.003 0.062
Si 14.919 -6.761 2.759 -0.021 -0.014 0.021
Si 12.191 -4.086 2.833 0.02 -0.02 0.01
Si 14.935 -1.46 2.91 0.024 -0.029 0.046
Si 16.305 0.002 4.148 -0.014 0.04 -0.008
Si 19.001 2.748 4.087 -0.007 0.005 -0.009
Si 16.325 5.522 4.117 0.004 0.021 0.011
Si 19.024 8.218 4.021 0.007 0.02 0.001
Si 16.298 -5.398 4.097 -0.008 -0.006 -0.01
Si 19.039 -2.663 4.022 -0.002 -0.001 -0.002
Si 21.757 0.048 4.049 0.005 0.001 0.013
Si 24.43 2.744 4.028 -0.001 -0.024 0.015
Si 21.761 5.482 3.992 0.007 -0.012 0
Si 24.477 -8.132 4.017 -0.003 -0.031 0.004
Si 21.731 -5.419 3.961 -0.001 -0.005 -0.007
Si 24.513 -2.709 4.047 -0.009 0.008 -0.011
Si 10.79 0.063 4.296 0.002 -0.014 -0.009
Si 13.591 2.8 4.309 0.007 -0.008 0.026
Si 10.731 5.47 4.267 0.016 -0.025 -0.006
Si 13.571 -8.054 4.226 0.012 0.026 -0.005
Si 10.821 -5.401 4.201 0.009 0.009 0.005
Si 13.542 -2.766 4.231 0.012 -0.012 0.015
Si 17.689 -1.281 16.254 0 -0.002 -0.014
Si 20.387 1.437 16.184 0.01 -0.008 -0.009
Si 17.677 4.197 16.244 -0.002 -0.01 0.001
Si 20.388 6.921 16.223 -0.007 0.011 -0.014
Si 17.711 -6.734 16.257 0.001 0.005 -0.011
Si 20.434 -4.031 16.254 0.004 0.005 -0.014
Si 23.165 -1.349 16.229 -0.001 -0.014 0.001
Si 9.502 1.422 16.363 0.016 -0.02 0.006
Si 23.119 4.127 16.164 -0.021 -0.012 -0.011
Si 9.486 -9.458 16.353 0.027 -0.018 -0.003
Si 23.148 -6.735 16.263 0.015 -0.009 -0.007
Si 9.479 -4.002 16.41 0.012 -0.017 -0.008
Si 12.215 -1.267 16.335 -0.018 -0.011 0.006
Si 14.979 1.484 16.25 0.018 -0.01 -0.008
Si 12.272 4.133 16.282 0 -0.005 -0.012
Si 15.002 -9.391 16.26 0.002 0.01 -0.003
Si 12.207 -6.731 16.325 0.005 -0.018 -0.006
Si 14.961 -3.963 16.261 0.011 0.001 -0.001
Si 19.038 0.115 17.571 0.003 -0.005 0.004
Si 21.736 2.796 17.51 0.014 0.02 0.016
Si 18.966 5.643 17.575 -0.041 0.022 0.023
Si 21.744 8.254 17.604 -0.023 -0.007 0.007
Si 19.071 -5.386 17.609 -0.025 0.006 0.001
Si 21.794 -2.676 17.601 -0.004 -0.016 0.012
Si 24.571 -0.042 17.575 0.033 -0.016 0.006
Si 10.924 2.784 17.66 0.015 -0.002 -0.004
Si 24.441 5.55 17.455 0.003 0.015 -0.01
Si 10.828 -8.079 17.699 0.015 0.021 0.011
Si 24.546 -5.41 17.615 -0.01 -0.012 0.013
Si 10.841 -2.598 17.735 0.007 0.023 0.008
Si 13.637 0.124 17.593 0.001 0.014 -0.017
Si 16.325 2.856 17.62 -0.001 -0.002 0.008
Si 13.654 5.543 17.558 -0.025 -0.007 -0.021
Si 16.37 -8.057 17.659 0.011 -0.029 0.012
Si 13.58 -5.305 17.588 -0.012 0.01 -0.026
Si 16.346 -2.635 17.627 -0.019 0.005 0.016
Si 17.692 1.488 18.945 0 -0.017 -0.016
Si 20.372 4.271 18.779 0.033 -0.027 -0.028
Si 17.68 -9.378 19.144 0.013 -0.017 -0.057
Si 20.401 -6.724 19.013 0 -0.017 0
Si 17.723 -4.024 18.954 0.01 -0.026 -0.041
Si 20.387 -1.278 18.885 0.005 0.009 -0.033
Si 23.12 1.339 18.741 -0.036 0.007 -0.053
Si 9.61 4.154 19.032 -0.002 0.012 -0.01
Si 23.098 6.841 18.881 0.012 -0.014 -0.017
Si 9.423 -6.727 19.072 -0.005 -0.027 -0.02
Si 23.183 -4.035 18.95 0.007 0.005 -0.051
Si 25.902 -1.325 19.096 -0.032 0.025 -0.012
Si 12.347 1.481 18.994 -0.007 -0.006 -0.024
Si 15.059 4.33 18.973 0.054 0.018 0.002
Si 12.266 -9.493 18.908 -0.015 -0.038 -0.023
Si 15.001 -6.604 18.889 0.019 0.044 -0.013
Si 12.241 -3.987 18.995 0.01 -0.03 -0.043
Si 15 -1.211 18.934 0.018 0.025 -0.026
Si 16.369 0.121 20.327 0.015 0.001 0.028
Si 19.008 3.004 20.15 -0.037 0.045 0.018
Si 16.268 5.605 20.584 0.021 -0.003 0.058
Si 19.1 -8.002 20.511 -0.024 -0.038 0.085
Si 16.345 -5.321 20.348 -0.012 0.03 0.072
Si 19.069 -2.639 20.276 -0.006 -0.001 0.042
Si 21.79 0.066 20.176 0.013 -0.019 0.028
Si 24.399 2.843 19.918 0.01 -0.002 0.052
Si 21.692 5.551 20.227 -0.03 0.014 0.058
Si 24.529 8.108 20.189 0.006 0.01 0.062
Si 21.823 -5.399 20.301 0.019 0.002 0.072
Si 24.511 -2.719 20.402 0.012 -0.017 0.039
Si 11.064 0.098 20.4 0.011 0.003 0.028
Si 13.676 3.008 20.229 -0.021 -0.01 0.041
Si 10.975 5.529 20.391 0.017 -0.007 0.037
Si 13.595 -8.001 20.073 -0.017 -0.021 0.023
Si 10.769 -5.264 20.335 0.009 0.041 0.048
Si 13.658 -2.592 20.259 -0.022 0.006 0.035
Si 17.484 -1.52 21.608 0.129 0.181 -0.708
Si 20.596 1.756 21.241 0.034 -0.08 -0.669
Si 18.016 4.468 21.773 -0.34 -0.162 -0.755
Si 20.282 -9.641 21.757 0.169 0.267 -0.742
Si 17.431 -6.861 21.753 0.315 0.211 -0.693
Si 20.711 -3.75 21.536 -0.103 -0.095 -0.736
Si 22.886 -1.49 21.569 0.179 0.12 -0.699
Si 10.069 1.706 21.738 -0.213 -0.128 -0.737
Si 22.819 3.838 21.299 -0.008 0.155 -0.772
Si 9.85 7.141 21.652 -0.289 -0.304 -0.641
Si 23.383 -6.694 21.498 -0.224 -0.062 -0.754
Si 25.524 -4.426 21.718 0.213 0.275 -0.815
Si 12.152 -1.545 21.685 0.307 0.379 -0.661
Si 14.967 1.601 21.488 0.293 0.003 -0.695
Si 12.204 4.056 21.753 0.143 0.183 -0.605
Si 15.018 -8.933 21.661 -0.132 -0.468 -0.589
Si 11.997 -6.907 21.355 0.063 0.223 -0.735
Si 15.203 -3.681 21.578 -0.018 -0.178 -0.667
Si 20.303 -1.211 25.568 0.068 -0.066 0.017
Si 12.328 -6.888 -6.321 -0.013 0.05 -0.053
Si 13.502 -7.47 23.734 0.047 -0.178 -0.144
Si 15.455 -0.065 -4.484 -0.019 -0.024 -0.012
Si 13.095 0.615 -5.886 0.031 0.001 -0.104
Si 3.517 2.773 -6.457 0.057 -0.01 0.05
Si 7.152 6.681 -6.939 0.023 0.013 0.015
Si 20.115 -4.163 24.473 -0.03 0.001 -0.196
Si 10.613 3.611 -6.642 -0.05 0.027 -0.116
Si 11.809 7.466 25.933 0.051 -0.017 -0.03
Si -0.974 -3.705 -6.732 0.111 0.014 -0.085
Si 15.651 4.777 -1.911 -0.099 -0.02 0.147
Si 19.956 -1.19 -4.468 -0.051 -0.077 0.119
Si 24.027 3.746 -2.635 0.058 0.022 0.106
Si 14.141 1.933 -2.299 0.083 0.051 -0.005
Si 15.207 -0.415 25.719 0.015 -0.005 -0.054
Si 9.154 -0.957 -4.716 0.023 0.04 0.097
Si 9.682 -4.173 24.859 0.035 0.045 -0.14
Si 14.745 -4.859 24.315 -0.097 -0.052 -0.122
Si 13.402 0.201 23.563 0.083 -0.035 0.161
Si 22.098 -6.105 -2.849 -0.005 0.015 0.055
Si 22.376 7.653 23.819 -0.043 -0.103 -0.164
Si 14.601 3.337 -5.353 0.011 -0.133 -0.04
Si 8.952 3.163 25.37 0.013 0.137 0.048
Si 10.582 -2.796 -6.451 0.069 -0.033 0.001
Si 25.735 -0.725 25.672 0.003 0.071 0.041
Si 10.72 -6.92 -4.112 0.005 -0.005 0.071
Si 11.005 -5.255 -1.787 0.115 0.024 0.153
Si 17.894 -4.555 -4.111 -0.005 0.039 0.043
Si 11.975 4.187 -4.259 0.087 -0.018 0.12
Si 24.105 0.475 23.658 -0.098 0.071 -0.085
Si 11.877 -1.363 -4.182 -0.073 -0.102 0.093
Si 23.924 -2.025 -5.27 0.076 0.085 -0.068
Si 17.476 -5.612 24.668 -0.026 -0.119 -0.187
Si 17.25 -1.979 -3.038 0.024 0.144 0.107
Si 12.353 7.16 -4.496 0.049 0.084 0.014
Si 16.817 2.615 23.869 0.074 -0.019 -0.093
Si 23.975 -0.678 -2.764 0.01 -0.027 0.091
Si 11.912 2.115 25.604 -0.035 -0.013 -0.15
Si 26.676 5.045 -1.944 0.019 -0.07 0.165
Si 15.554 5.908 26.18 0.062 -0.108 0.046
Si 15.383 6.905 -3.96 0.031 -0.009 -0.017
Si 16.038 5.66 -6.542 0.005 -0.013 0.048
Si 18.119 3.78 -6.966 0.014 -0.107 -0.096
Si 11.486 2.879 -1.845 -0.195 -0.156 0.203
Si 13.069 -2.943 -1.915 0.073 -0.064 0.086
Si 26.279 -6.59 26.038 0.007 0.016 -0.037
Si 18.88 0.378 23.536 -0.091 -0.003 -0.075
Si 6.387 -0.871 -3.048 0.106 -0.077 0.079
Si 17.386 2.048 -4.748 0.012 0.045 0.014
Si 20.591 -3.631 -2.951 -0.074 0.065 0.062
Si 26.13 3.874 25.704 0.101 -0.005 -0.024
Si 17.534 -7.437 -3.01 0.016 -0.026 0.104
Si 20.247 7.946 -2.854 0.148 0.02 -0.008
Si 17.703 -1.335 5.457 0.001 -0.016 0.002
Si 20.401 1.406 5.421 -0.006 -0.001 0.004
Si 17.67 4.13 5.457 -0.012 -0.032 0.001
Si 20.395 6.839 5.367 0.002 -0.004 -0.002
Si 17.681 9.565 5.423 0.006 -0.001 0.017
Si 20.403 -4.046 5.362 0.007 -0.001 0.007
Si 23.136 -1.329 5.382 0.006 -0.004 0.012
Si 25.856 1.388 5.373 0.005 0.002 -0.007
Si 23.102 4.123 5.391 -0.006 0.014 0.006
Si 25.843 6.841 5.4 -0.015 0.002 0.006
Si 23.095 -6.77 5.357 0.005 0.026 -0.005
Si 25.83 -4.058 5.452 0 0.022 0.002
Si 12.182 -1.353 5.554 0.015 0.011 0.001
Si 14.962 1.371 5.54 0.018 -0.015 0.019
Si 12.162 4.147 5.589 -0.015 0.001 0.002
Si 14.953 6.866 5.5 0.012 -0.006 0.009
Si 12.185 -6.732 5.573 0.001 -0.006 0
Si 14.944 -4.092 5.532 -0.014 -0.018 -0.001
Si 19.056 0.042 6.796 0.005 0.007 -0.005
Si 21.761 2.769 6.773 -0.001 0.005 0
Si 19.054 5.494 6.777 0.001 0.001 -0.005
Si 21.754 -8.125 6.74 0.002 -0.008 -0.002
Si 19.046 -5.382 6.762 -0.005 -0.006 -0.004
Si 21.768 -2.69 6.738 0.003 -0.009 -0.006
Si 24.497 0.034 6.747 0 -0.006 -0.013
Si 27.21 2.733 6.765 0 0 0.006
Si 24.487 5.469 6.749 0.003 -0.004 -0.002
Si 27.21 -8.14 6.772 -0.003 -0.009 -0.003
Si 24.459 -5.435 6.76 -0.003 0 0.005
Si 27.199 -2.723 6.828 -0.003 -0.003 0.009
Si 13.564 0.027 6.873 0.003 0.012 0.003
Si 16.321 2.773 6.841 -0.008 0.001 0.002
Si 13.566 5.525 6.869 -0.01 0.005 -0.008
Si 16.327 8.226 6.826 -0.007 0.008 -0.005
Si 13.566 -5.396 6.91 0.008 0 0.006
Si 16.319 -2.681 6.82 0.001 -0.004 -0.002
Si 17.696 1.403 8.165 0.007 0.004 -0.002
Si 20.411 4.131 8.136 0.011 -0.005 -0.002
Si 17.692 6.85 8.15 -0.006 -0.001 -0.005
Si 20.406 -6.753 8.11 0.003 0.008 -0.003
Si 17.689 -4.038 8.156 0.001 -0.001 -0.004
Si 20.423 -1.327 8.126 -0.002 0.013 -0.01
Si 23.141 1.401 8.113 0.005 0.006 -0.012
Si 25.858 4.112 8.116 0.005 0.007 -0.004
Si 23.13 6.839 8.104 0.005 -0.009 -0.007
Si 25.848 -6.777 8.12 0.002 -0.003 -0.005
Si 23.123 -4.047 8.112 -0.003 -0.01 -0.003
Si 25.845 -1.322 8.137 0 -0.002 -0.002
Si 12.199 1.395 8.229 -0.012 -0.008 0.004
Si 14.935 4.134 8.183 -0.003 -0.01 -0.007
Si 12.2 6.866 8.24 0.005 -0.005 0.008
Si 14.952 -6.76 8.211 -0.016 -0.008 -0.001
Si 12.193 -4.034 8.248 0.011 -0.003 0
Si 14.951 -1.329 8.194 -0.009 0.004 -0.005
Si 16.318 0.053 9.522 -0.007 0.008 -0.002
Si 19.057 2.773 9.502 -0.006 0.001 0.004
Si 16.311 5.504 9.51 -0.005 0.001 -0.004
Si 19.049 -8.097 9.489 0.003 0 0.003
Si 16.318 -5.376 9.531 -0.007 0.001 -0.002
Si 19.051 -2.666 9.495 0.006 -0.002 -0.003
Si 21.784 0.041 9.476 0.005 -0.009 0
Si 24.503 2.755 9.48 0.002 -0.006 0.003
Si 21.782 5.488 9.481 -0.006 0 0
Si 24.5 -8.14 9.476 -0.006 0.001 -0.001
Si 21.768 -5.4 9.474 0.002 0.004 0.002
Si 24.491 -2.692 9.478 -0.002 0.014 -0.002
Si 10.833 0.047 9.592 0.006 -0.005 0.007
Si 13.569 2.781 9.546 -0.007 0.001 -0.001
Si 10.831 5.508 9.594 0.004 -0.009 0.003
Si 13.572 -8.093 9.572 0.009 -0.001 0.003
Si 10.822 -5.389 9.598 0.007 0.004 0.003
Si 13.575 -2.664 9.564 -0.006 0.008 0.002
Si 17.688 -1.307 10.865 0.001 -0.004 0.001
Si 20.426 1.406 10.841 0.007 0.005 -0.007
Si 17.681 4.138 10.841 0.002 -0.012 -0.005
Si 20.421 -9.458 10.828 0.011 -0.007 0
Si 17.687 -6.741 10.861 -0.003 -0.005 0.002
Si 20.416 -4.029 10.836 -0.005 -0.001 -0.002
Si 23.141 -1.323 10.834 0.002 -0.003 -0.005
Si 25.868 1.396 10.844 0.005 -0.004 -0.001
Si 23.148 4.125 10.838 0.003 -0.001 -0.007
Si 25.869 -9.492 10.846 0 0.009 -0.001
Si 23.147 -6.759 10.818 0.005 -0.002 -0.003
Si 25.876 -4.046 10.826 -0.006 0.004 -0.007
Si 12.207 -1.314 10.924 0.009 0.005 0.005
Si 14.945 1.418 10.872 -0.006 0.004 0
Si 12.203 4.134 10.914 -0.005 0.003 0.004
Si 14.949 6.859 10.884 -0.011 -0.004 0.001
Si 12.203 -6.739 10.935 0.005 -0.009 0.002
Si 14.949 -4.021 10.898 -0.007 0 -0.002
Si 19.059 0.059 12.204 0.003 0.012 0.007
Si 21.786 2.769 12.195 0.003 0.003 0.001
Si 19.044 5.512 12.172 -0.01 0 -0.003
Si 21.788 -8.104 12.181 -0.006 0.008 0.003
Si 19.051 -5.369 12.198 0.011 0.011 0
Si 21.781 -2.675 12.193 0.003 0.002 0.003
Si 24.51 0.028 12.189 -0.007 -0.001 0
Si 27.24 2.74 12.211 -0.011 -0.001 -0.001
Si 24.511 5.474 12.207 -0.002 -0.014 0.004
Si 27.236 -8.138 12.216 0.003 -0.008 0.008
Si 24.514 -5.402 12.172 0.001 -0.005 -0.005
Si 27.244 -2.705 12.199 -0.005 0 0.002
Si 13.579 0.069 12.235 -0.013 -0.001 -0.004
Si 16.314 2.79 12.201 -0.009 0.002 -0.001
Si 13.573 5.513 12.237 0 -0.008 0
Si 16.309 8.237 12.218 -0.004 -0.006 0.002
Si 13.572 -5.36 12.262 0.002 0.006 0.001
Si 16.318 -2.651 12.235 -0.011 0.001 0.006
Si 17.683 1.432 13.54 -0.006 0.003 -0.002
Si 20.403 4.152 13.515 0.003 0.003 -0.007
Si 17.69 6.874 13.535 0.006 -0.01 0.003
Si 20.433 -6.724 13.524 0 -0.006 -0.006
Si 17.692 -4.016 13.571 0.001 -0.006 0.008
Si 20.424 -1.311 13.55 0.008 -0.018 0
Si 23.153 1.396 13.539 0.011 -0.007 -0.007
Si 25.886 4.11 13.561 0.012 -0.005 0.001
Si 23.147 -9.461 13.542 -0.002 0.007 0.008
Si 25.879 -6.74 13.544 -0.019 0.018 -0.006
Si 23.156 -4.044 13.528 0.009 -0.004 -0.006
Si 25.878 -1.338 13.539 0.003 0.011 -0.001
Si 12.211 1.412 13.599 0.006 0.005 0.006
Si 14.955 4.158 13.553 -0.007 -0.005 0.002
Si 12.223 -9.455 13.621 0.01 -0.016 0.003
Si 14.951 9.603 13.586 -0.004 -0.007 -0.002
Si 12.206 -4.014 13.638 -0.001 -0.002 0.008
Si 14.947 -1.277 13.581 -0.01 0.018 0.003
Si 16.328 0.087 14.912 -0.004 0.017 0.008
Si 19.028 2.821 14.873 -0.001 0.004 -0.002
Si 16.314 5.534 14.889 -0.001 -0.003 0.007
Si 19.052 8.259 14.857 0 -0.002 0.001
Si 16.322 -5.361 14.935 -0.007 -0.005 0.003
Si 19.061 -2.657 14.917 0.001 0.005 0.012
Si 21.793 0.045 14.898 0.002 0.02 0.005
Si 24.527 2.736 14.897 0.003 -0.006 0.002
Si 21.743 5.519 14.872 -0.009 -0.013 0.007
Si 24.51 -8.084 14.887 0.008 0.002 0.003
Si 21.794 -5.383 14.893 -0.009 0.001 0.008
Si 24.525 -2.707 14.887 -0.007 -0.002 0.008
Si 10.847 0.07 14.98 0.005 0.01 -0.003
Si 13.597 2.793 14.893 -0.008 0 0.004
Si 10.865 5.51 14.991 0.004 0.001 0.005
Si 13.585 -8.063 14.947 0.003 0.013 -0.003
Si 10.832 -5.357 15.015 -0.002 0.01 0.005
Si 13.573 -2.614 14.946 -0.002 0.006 0.002
Si 33.944 -1.186 0.478 -0.047 -0.032 0.64
Si -28.815 1.608 0.011 0.12 -0.127 0.698
Si 34.257 3.78 0.122 -0.057 0.096 0.701
Si -28.399 6.614 -0.069 -0.139 0.113 0.67
Si 33.435 -6.462 -0.188 0.487 -0.417 0.62
Si -28.398 -4.341 -0.118 -0.204 0.252 0.721
Si -25.603 -1.592 -0.113 -0.209 0.127 0.724
Si -22.751 0.973 -0.102 -0.176 0.209 0.722
Si -26.18 4.384 -0.059 0.156 -0.037 0.701
Si -22.697 6.46 -0.066 -0.205 0.216 0.711
Si -26.102 9.788 -0.077 0.179 -0.228 0.756
Si 25.748 -3.824 0.003 0.184 -0.244 0.734
Si 28.549 -1.078 0.025 0.203 -0.307 0.658
Si 31.839 0.987 0.044 -0.348 0.241 0.727
Si 28.5 3.668 0.083 0.015 0.404 0.692
Si 30.943 7.044 -0.078 0.093 -0.182 0.674
Si 28.741 -7.027 -0.044 -0.091 0.208 0.719
Si 31.383 -4.152 0.391 -0.1 0.118 0.693
Si -29.833 0.136 1.569 0.045 0.049 -0.019
Si -27.233 2.777 1.296 0 -0.004 -0.048
Si -29.888 5.435 1.314 0.017 -0.013 -0.05
Si -27.19 8.154 1.227 0.001 0.021 -0.047
Si -30.006 -5.522 1.12 -0.066 -0.011 -0.007
Si -27.213 -2.74 1.2 -0.007 -0.018 -0.031
Si -24.44 -0.031 1.227 0.018 -0.007 -0.063
Si 27.221 2.636 1.665 0.038 -0.047 -0.048
Si -24.437 5.422 1.178 0.01 -0.016 -0.038
Si 27.211 -8.088 1.404 0.034 -0.016 -0.077
Si -24.496 -5.422 1.241 -0.017 0.021 -0.053
Si 27.329 -2.683 1.297 -0.004 0.019 -0.028
Si 30.099 0.03 1.363 0.012 0.044 -0.034
Si 32.736 2.642 1.45 -0.011 -0.013 -0.051
Si 29.809 5.371 1.157 -0.013 -0.028 -0.008
Si 32.533 -8.142 1.238 -0.007 0.003 -0.06
Si 29.856 -5.517 1.437 -0.028 -0.048 -0.064
Si 32.648 -2.689 1.654 0.001 -0.022 -0.011
Si -31.234 1.399 2.921 -0.004 0.021 0.037
Si -28.545 4.106 2.729 -0.019 -0.008 0.031
Si -31.306 6.828 2.577 -0.022 -0.008 0.003
Si -28.618 9.489 2.561 0.003 0.014 0.023
Si -31.194 -4.169 2.715 0.029 -0.025 0.014
Si -28.467 -1.383 2.686 0.011 -0.014 0.011
Si -25.812 1.362 2.572 -0.001 -0.014 -0.005
Si -23.097 3.997 2.543 0.02 -0.005 0.016
Si -25.767 6.815 2.58 -0.018 -0.015 0.008
Si -23.112 -6.815 2.577 0.007 0.009 -0.004
Si -25.866 -4.083 2.633 0.012 0.031 0.023
Si 25.947 -1.367 2.733 0.013 -0.03 0.037
Si 28.732 1.321 2.827 -0.008 -0.054 0.048
Si 31.262 4.092 2.598 -0.016 0.018 -0.006
Si 28.542 6.736 2.652 0.024 -0.006 0.036
Si 31.266 -6.85 2.746 0.013 -0.007 0.043
Si 28.549 -4.081 2.731 -0.002 0.02 0.007
Si 31.266 -1.319 2.888 0.001 0.025 0.014
Si -32.61 0.011 4.206 0.001 0.012 -0.016
Si -29.864 2.787 4.167 0.012 0.002 0.007
Si -32.644 5.456 3.97 0.004 -0.012 0.003
Si -29.928 8.144 3.981 0.017 -0.001 0.007
Si -32.604 -5.487 4.068 -0.018 0.016 -0.008
Si -29.846 -2.757 4.043 -0.015 0.009 -0.014
Si -27.117 -0.007 4.016 -0.013 0.021 0.007
Si -24.449 2.691 3.97 0.017 0.007 0.014
Si -27.127 5.469 4 0.002 -0.005 -0.007
Si -24.448 -8.162 3.98 -0.011 0.004 0.008
Si -27.234 -5.471 3.961 -0.003 0.01 -0.006
Si -24.506 -2.745 4.043 -0.006 -0.007 -0.004
Si 27.286 -0.02 4.114 -0.004 0.01 0.002
Si 30.008 2.769 4.109 0.023 -0.002 0.006
Si 27.178 5.448 4.059 0.03 -0.008 0.007
Si 29.907 -8.23 4.053 -0.024 0.004 0.006
Si 27.173 -5.399 4.086 0.017 -0.012 0.025
Si 29.904 -2.742 4.133 -0.005 -0.003 0.003
Si -31.296 -1.375 16.329 -0.001 -0.004 0.002
Si -28.549 1.329 16.362 0.006 -0.004 -0.002
Si -31.277 4.069 16.39 0.001 0.004 0.004
Si -28.558 6.763 16.364 0.005 -0.012 -0.002
Si -31.28 -6.808 16.36 -0.009 -0.008 -0.004
Si -28.559 -4.11 16.299 -0.004 0.001 -0.011
Si -25.856 -1.408 16.308 -0.007 -0.019 -0.004
Si 25.909 1.363 16.251 -0.015 0.022 -0.008
Si -25.841 4.023 16.334 -0.007 -0.007 -0.006
Si 25.893 -9.431 16.221 0.003 0.016 -0.015
Si -25.865 -6.872 16.337 -0.032 -0.005 -0.004
Si 25.891 -4.033 16.283 0.013 -0.005 0.001
Si 28.574 -1.349 16.32 -0.011 0 -0.004
Si 31.292 1.393 16.349 0 0.025 0.008
Si 28.632 4.1 16.278 -0.016 0.008 -0.017
Si 31.344 -9.511 16.343 0.005 0.002 -0.004
Si 28.617 -6.764 16.292 0.011 -0.003 -0.016
Si 31.307 -4.061 16.377 0.007 0.002 0
Si -29.93 -0.052 17.691 0.001 0.004 0.003
Si -27.185 2.679 17.74 0.009 0.004 0.023
Si -29.902 5.414 17.761 -0.003 0.011 0.007
Si -27.214 8.097 17.759 0.033 0.007 0.006
Si -29.926 -5.42 17.689 -0.003 0.008 0
Si -27.219 -2.776 17.682 0.007 0.012 0.027
Si -24.452 -0.04 17.593 -0.003 -0.008 -0.036
Si 27.258 2.746 17.603 0.015 -0.011 0.014
Si -24.479 5.367 17.692 0.006 -0.013 -0.018
Si 27.296 -8.15 17.631 -0.01 -0.012 -0.012
Si -24.477 -5.493 17.625 0.004 0.014 -0.022
Si 27.227 -2.702 17.713 -0.007 -0.007 -0.012
Si 29.891 0.046 17.679 -0.012 -0.013 0.003
Si 32.623 2.734 17.78 -0.02 0.002 0.03
Si 30.013 5.407 17.678 -0.002 -0.007 -0.032
Si 32.657 -8.154 17.766 0.003 -0.002 0.018
Si 29.928 -5.423 17.721 -0.014 -0.012 -0.012
Si 32.632 -2.674 17.767 -0.002 0.007 0.013
Si 33.97 1.278 19.058 0.018 -0.042 -0.028
Si -28.576 4.007 19.139 -0.02 0.028 -0.018
Si 34.047 -9.508 19.138 0.032 -0.032 -0.023
Si -28.582 -6.774 19.055 -0.013 -0.002 -0.01
Si 34.039 -4.044 19.099 0.026 0.006 -0.017
Si -28.604 -1.44 19.061 -0.024 -0.013 -0.035
Si -25.753 1.275 19.004 0.011 0.002 -0.015
Si 25.815 4.204 18.725 0.019 0.022 -0.038
Si -25.87 6.637 19.091 -0.021 0.006 -0.038
Si 25.928 -6.795 18.954 0.002 0.015 -0.041
Si -25.797 -4.129 18.992 0.005 0.004 -0.023
Si -23.137 -1.364 18.992 0.003 -0.003 -0.013
Si 28.578 1.426 19.074 -0.001 0.017 -0.002
Si 31.288 4.121 19.209 0.003 0.022 -0.001
Si 28.666 -9.542 18.986 0.01 0.017 -0.036
Si 31.263 -6.774 19.112 -0.01 -0.017 -0.024
Si 28.557 -4.08 19.108 -0.012 -0.003 -0.004
Si 31.182 -1.305 19.093 -0.007 -0.002 -0.02
Si 32.554 0.021 20.47 -0.008 0.025 0.046
Si 35.354 2.545 20.442 0.031 -0.01 0.049
Si 32.738 5.469 20.579 0 -0.012 0.052
Si 35.354 -8.065 20.495 -0.007 0.021 0.032
Si 32.604 -5.334 20.424 -0.001 0.001 0.047
Si 35.367 -2.735 20.58 0.005 -0.007 0.045
Si -27.12 -0.125 20.285 0.016 -0.012 0.066
Si -24.468 2.603 20.469 0.038 0.032 0.028
Si -27.201 5.301 20.57 0.032 0.019 0.017
Si -24.496 8.046 20.366 0 0.005 0.056
Si -27.139 -5.463 20.366 -0.004 -0.02 0.036
Si -24.5 -2.714 20.347 -0.031 0.002 0.047
Si 27.175 0.149 20.476 -0.009 -0.046 0.032
Si 29.899 2.722 20.578 0.011 -0.006 0.04
Si 27.185 5.41 20.164 -0.008 -0.011 0.043
Si 29.962 -8.224 20.474 0.008 -0.032 0.038
Si 27.214 -5.476 20.457 -0.012 -0.006 0.036
Si 29.813 -2.645 20.492 0.012 0.033 0.059
Si 33.676 -1.542 21.8 0.209 0.029 -0.658
Si 36.946 1.27 21.646 -0.304 -0.089 -0.658
Si 33.905 3.77 21.798 0.119 0.262 -0.659
Si 36.934 -9.296 21.733 -0.13 -0.151 -0.669
Si 33.787 -6.795 21.805 0.27 0.056 -0.634
Si 37.088 -3.908 21.768 -0.239 -0.026 -0.699
Si -26.04 -1.614 21.748 0.191 0.112 -0.721
Si 25.736 1.787 21.442 0.036 -0.308 -0.587
Si -26.162 3.527 21.845 0.218 0.328 -0.677
Si 26.032 6.888 21.525 -0.273 -0.128 -0.679
Si -26.073 -7.126 21.657 0.109 0.142 -0.76
Si -22.994 -3.905 21.634 -0.101 -0.224 -0.658
Si 28.494 -1.234 21.905 0.066 0.119 -0.736
Si 31.567 1.637 21.937 -0.298 -0.222 -0.785
Si 28.078 3.821 21.613 0.233 0.037 -0.72
Si 31.647 -9.174 21.883 -0.236 -0.302 -0.644
Si 28.271 -7.185 21.717 0.208 0.294 -0.625
Si 31.443 -3.763 21.766 -0.069 -0.069 -0.652
Si 32.089 -2.088 25.878 -0.034 0.163 0.017
Si 26.959 -5.561 -2.29 0.071 -0.058 0.159
Si 28.42 5.325 24.376 -0.091 -0.052 0.008
Si 30.232 1.08 -6.359 0.005 0.1 -0.124
Si -28.183 -7.743 25.706 0.016 -0.007 -0.008
Si 19.838 1.566 -3.11 -0.173 -0.065 0.114
Si 28.6 -7.92 24.516 0.098 0.118 -0.134
Si -32.401 -4.933 -5.037 -0.032 -0.146 0.018
Si 27.467 7.772 -4.712 -0.099 0.005 -0.091
Si 24.386 5.286 23.629 0.102 0.088 0.017
Si 22.746 8.034 -4.434 -0.086 -0.002 -0.007
Si -30.023 2.492 -5.54 0.012 0.026 -0.055
Si -29.735 -2.448 -1.937 0.011 -0.02 0.047
Si -24.944 3.833 -2.825 -0.01 0.146 -0.015
Si 28.559 2.22 -4.338 -0.132 0.126 0.096
Si 21.851 3.315 -4.569 0.088 -0.11 -0.007
Si 27.406 4.868 -4.99 0.056 0.071 -0.084
Si 26.807 -2.802 23.902 -0.037 0.034 -0.159
Si 30.837 -4.732 24.63 -0.037 0.025 -0.11
Si 28.195 -4.24 25.855 -0.042 -0.071 0.056
Si -25.744 -6.359 -2.999 0.068 0.029 0.066
Si -21.988 -7.854 23.901 -0.018 0.005 -0.098
Si -30.223 5.649 23.868 0.062 -0.095 -0.095
Si 17.698 -5.117 -6.939 0.023 0.093 -0.169
Si 30.266 0.035 24.258 0.031 -0.078 0.043
Si -32.242 -7.447 -3.245 -0.051 0.174 0.091
Si 25.264 -8.018 -2.682 0.032 0.12 0.011
Si 29.171 -4.565 -4.141 -0.037 -0.074 0.094
Si -29.935 -3.775 -6.613 0.08 -0.028 -0.078
Si 30.556 -3.942 -6.672 0.146 0.053 0.016
Si 32.017 -1.159 -6.143 -0.082 -0.068 -0.025
Si -30.979 4.843 -4.027 0.029 -0.102 -0.023
Si -27.533 -0.273 -2.236 -0.021 0.021 0.168
Si 31.288 -7.251 25.863 -0.023 -0.004 -0.053
Si -32.448 -2.472 -3.545 -0.109 0.04 0.144
Si 30.284 -7.425 -4.505 -0.019 -0.019 -0.105
Si 25.401 -0.263 -6.819 0.056 0.04 0.109
Si -23.422 1.443 -3.173 0.017 -0.147 0.156
Si 23.325 0.739 -5.124 0.079 -0.055 -0.057
Si -30.833 4.902 -6.837 0.019 -0.068 -0.12
Si 32.303 6.564 24.634 -0.197 -0.124 -0.101
Si 30.414 2.56 -1.87 -0.014 -0.054 -0.001
Si -29.697 -5.466 24.055 0.014 0.062 0.035
Si -24.261 -5.694 23.817 0.013 -0.004 -0.179
Si 25.918 1.488 -2.675 0.07 -0.05 0.134
Si 30.286 -2.487 -2.042 0.051 0.113 0.05
Si -25.34 6.116 -4.661 0.064 -0.053 0.141
Si -29.759 -0.347 23.957 0.027 -0.042 -0.077
Si 27.891 1.275 26.048 -0.059 0.112 -0.088
Si -30.111 -2.72 25.612 0.011 -0.115 -0.01
Si -27.091 -3.953 -6.4 -0.026 0.04 0.07
Si -24.513 4.883 23.734 -0.032 -0.082 0.022
Si -29.768 7.043 -2.836 0.092 0.055 0.31
Si 32.205 5.036 -1.995 0.021 -0.023 0.133
Si -31.213 -1.404 5.439 -0.014 -0.022 0.009
Si -28.489 1.345 5.411 0.002 -0.018 0.005
Si -31.279 4.147 5.426 -0.008 0.006 0.001
Si -28.53 6.809 5.352 -0.016 -0.007 -0.002
Si -31.249 9.479 5.413 -0.008 0.001 -0.003
Si -28.515 -4.113 5.409 0.01 -0.007 -0.01
Si -25.812 -1.368 5.424 0.003 -0.006 0.003
Si -23.114 1.352 5.393 -0.006 -0.003 0.005
Si -25.794 4.067 5.353 -0.002 -0.004 0.003
Si -23.103 6.765 5.341 0.009 -0.006 0
Si -25.838 -6.813 5.333 -0.01 0.008 0.008
Si -23.106 12.202 5.357 0.002 0.003 0.006
Si 28.577 -1.382 5.504 0.003 0.009 0.009
Si -33.951 1.411 5.507 0.004 -0.002 0.007
Si 28.569 4.096 5.416 0.002 0.021 -0.005
Si -33.981 6.774 5.406 -0.007 -0.011 0.001
Si 28.562 -6.809 5.386 0.015 0.009 0.008
Si -33.958 -4.103 5.422 0.017 -0.01 0.023
Si -29.858 -0.016 6.777 0.007 0.001 -0.006
Si -27.14 2.714 6.757 0.002 0 -0.003
Si -29.884 5.476 6.763 -0.01 0 -0.003
Si -27.179 -8.162 6.733 -0.003 0.003 -0.008
Si -29.89 -5.465 6.768 -0.006 0.006 0.002
Si -27.172 -2.741 6.776 -0.008 0.014 0.003
Si -24.451 -0.013 6.776 0.005 0 0.008
Si -21.746 2.707 6.749 -0.006 -0.003 0.003
Si -24.453 5.422 6.735 -0.001 0.004 -0.003
Si -21.751 8.114 6.735 -0.002 -0.001 -0.002
Si -24.474 10.851 6.724 -0.006 -0.003 -0.01
Si -21.759 -2.758 6.749 0.002 0.004 -0.001
Si -35.329 0.015 6.814 -0.001 0 -0.001
Si -32.583 2.765 6.828 -0.011 0.012 0.004
Si -35.341 5.44 6.784 0.002 -0.009 0.003
Si -32.616 8.135 6.773 0.011 -0.005 0.002
Si -35.337 -5.462 6.76 -0.006 0.004 -0.009
Si -32.598 -2.744 6.79 0.001 0.004 0.005
Si -31.219 1.36 8.139 0.005 0.002 -0.004
Si -28.527 4.076 8.105 -0.008 -0.01 -0.011
Si -31.244 6.806 8.148 0.009 -0.004 0
Si -28.527 -6.817 8.129 0.003 0.001 -0.006
Si -31.243 -4.105 8.145 -0.011 -0.004 0.005
Si -28.525 -1.383 8.151 -0.007 -0.005 0
Si -25.809 1.347 8.141 0.001 -0.003 -0.005
Si -23.105 4.064 8.119 0.009 0.005 -0.005
Si -25.824 6.781 8.097 -0.01 -0.014 -0.009
Si -23.119 9.482 8.094 -0.008 -0.001 -0.009
Si -25.81 -4.11 8.123 0.01 0.015 -0.001
Si -23.103 -1.393 8.128 0 0.006 0.002
Si 28.575 1.381 8.144 -0.011 -0.011 -0.004
Si -33.975 4.1 8.166 0.003 -0.001 0.002
Si 28.583 6.82 8.131 0.01 0.008 -0.004
Si -33.972 -6.81 8.13 -0.009 0.007 -0.002
Si 28.595 -4.091 8.135 -0.006 -0.006 -0.005
Si -33.952 -1.359 8.143 0.011 0.006 -0.003
Si -32.592 0.003 9.499 -0.005 0.001 0.005
Si -29.869 2.721 9.498 0.012 -0.005 0.003
Si -32.601 5.451 9.515 0.001 -0.003 0.004
Si -29.884 -8.164 9.509 -0.012 0.009 0.005
Si -32.613 -5.453 9.502 0.008 -0.001 0.004
Si -29.893 -2.737 9.512 -0.002 0.007 0.004
Si -27.172 -0.015 9.507 -0.002 0.001 0.003
Si -24.457 2.706 9.5 -0.001 -0.006 0.002
Si -27.176 5.427 9.48 -0.001 0.01 -0.001
Si -24.472 8.133 9.477 0.001 0.004 -0.001
Si -27.175 -5.459 9.498 -0.002 -0.001 -0.002
Si -24.464 -2.749 9.496 0.001 -0.004 0.001
Si 27.221 0.021 9.498 -0.008 0.008 0.002
Si 29.947 2.729 9.509 0.004 0.002 0.001
Si 27.226 5.459 9.489 -0.002 -0.009 0.004
Si 29.951 -8.155 9.5 -0.002 -0.002 0.005
Si 27.226 -5.434 9.488 0 -0.003 0.002
Si 29.959 -2.722 9.491 -0.003 -0.003 -0.003
Si -31.251 -1.366 10.872 -0.003 0.001 0.001
Si -28.53 1.351 10.872 -0.004 0 0.001
Si -31.239 4.076 10.863 -0.008 -0.008 -0.004
Si -28.531 -9.542 10.862 0.002 -0.008 -0.007
Si -31.251 -6.808 10.869 0.005 -0.002 0.002
Si -28.535 -4.102 10.872 0.001 0.001 0.004
Si -25.824 -1.391 10.866 0.005 0 0.002
Si -23.108 1.33 10.856 0.008 0.002 0
Si -25.83 4.061 10.859 -0.006 -0.002 -0.005
Si -23.118 6.773 10.85 -0.001 -0.003 -0.002
Si -25.826 9.487 10.859 -0.002 -0.002 -0.003
Si -23.11 -4.118 10.854 -0.003 0.007 -0.002
Si 28.599 -1.348 10.84 -0.005 0.001 -0.001
Si -33.956 1.366 10.858 0.001 -0.011 0.002
Si 28.594 4.103 10.857 0 -0.004 0
Si -33.961 6.815 10.869 0.004 0.01 0.002
Si 28.593 -6.786 10.855 -0.009 0.006 -0.002
Si -33.965 -4.078 10.863 0.002 0.001 -0.003
Si -29.901 -0.002 12.237 0.006 -0.001 0.004
Si -27.182 2.707 12.246 0.005 -0.005 0.005
Si -29.887 5.427 12.24 0.005 0.006 0.001
Si -27.183 -8.188 12.237 0 0.003 0.003
Si -29.902 -5.455 12.24 -0.017 -0.008 0.002
Si -27.184 -2.744 12.244 -0.004 0.003 0.004
Si -24.469 -0.028 12.225 -0.005 -0.004 0
Si -21.754 2.689 12.222 0 -0.005 0.003
Si -24.475 5.417 12.223 0.004 0.002 -0.004
Si -21.766 8.124 12.228 -0.003 0.009 -0.002
Si -24.469 10.843 12.224 0.001 0.001 -0.002
Si -21.758 -2.753 12.221 0.005 -0.005 0.002
Si -35.317 0 12.209 -0.001 -0.001 0.002
Si -32.597 2.722 12.229 0.009 0.01 0.002
Si -35.317 5.455 12.223 0.002 -0.004 0.007
Si -32.602 8.162 12.245 0.003 0.007 0.002
Si -35.324 -5.433 12.225 -0.004 0.001 0.003
Si -32.616 -2.72 12.24 -0.004 0.003 0.006
Si -31.255 1.36 13.614 -0.01 0.001 0.001
Si -28.55 4.058 13.622 -0.003 0.002 0.001
Si -31.244 6.791 13.606 -0.004 -0.006 0
Si -28.557 -6.836 13.6 0.005 -0.002 -0.005
Si -31.268 -4.095 13.603 0.008 0.006 -0.001
Si -28.556 -1.375 13.597 -0.007 0.006 0.005
Si -25.826 1.327 13.598 0.008 0.001 0.004
Si -23.123 4.047 13.582 -0.006 -0.003 -0.001
Si -25.831 -9.557 13.605 -0.001 0 -0.003
Si -23.123 9.48 13.599 -0.006 -0.004 0.004
Si -25.829 -4.126 13.598 0.007 -0.008 0.002
Si -23.119 -1.393 13.59 -0.005 0.002 0.002
Si 28.611 1.37 13.56 0.002 -0.001 -0.002
Si -33.949 4.095 13.585 0.001 -0.002 0.003
Si 28.61 -9.494 13.579 -0.01 0.01 0.004
Si -33.962 9.532 13.599 0.005 -0.008 0.001
Si 28.608 -4.053 13.579 0 -0.005 0.004
Si -33.975 -1.349 13.604 -0.004 -0.004 0.004
Si -32.63 0.018 14.978 0.003 -0.001 0.006
Si -29.911 2.708 15.009 0 0.003 0.009
Si -32.592 5.437 14.979 -0.007 0.004 0.009
Si -29.909 8.142 14.998 0.002 0.002 0.007
Si -32.627 -5.434 14.992 0.001 0.001 0.009
Si -29.922 -2.731 14.962 -0.009 -0.004 0
Si -27.201 -0.021 14.963 0 -0.001 0.001
Si -24.467 2.687 14.959 0.005 0.004 0.002
Si -27.191 5.413 14.986 0.006 0.004 0.004
Si -24.476 -8.205 14.976 0.011 0.002 0.005
Si -27.198 -5.49 14.959 -0.002 -0.003 0.003
Si -24.472 -2.763 14.958 -0.002 -0.001 0
Si 27.251 -0.001 14.902 -0.002 -0.01 0.009
Si 29.97 2.728 14.926 -0.004 -0.008 0.002
Si 27.25 5.466 14.926 0.009 -0.007 0.004
Si 29.977 -8.153 14.963 -0.002 0.002 0
Si 27.247 -5.406 14.93 -0.005 0 0.005
Si 29.957 -2.711 14.978 -0.005 0.009 0.008
Si -15.145 -1.161 0.085 0.254 -0.217 0.663
Si -12.379 1.574 0.003 0.196 -0.172 0.748
Si -14.546 3.846 0.139 -0.147 0.008 0.687
Si -11.778 6.478 0.046 -0.266 0.176 0.749
Si -15.198 -6.707 -0.158 0.267 -0.091 0.631
Si -11.847 -4.417 -0.03 -0.271 0.16 0.728
Si -9.247 -1.538 0.211 -0.182 0.081 0.814
Si -6.532 1.082 0.178 -0.159 0.103 0.76
Si -9.541 4.247 0.084 0.146 -0.28 0.708
Si -6.533 6.629 0.096 -0.267 0.162 0.698
Si -9.715 -6.679 0.267 0.187 0.038 0.733
Si -23.356 -3.795 -0.024 0.072 -0.17 0.746
Si -20.577 -1.264 0.159 0.166 -0.029 0.697
Si -17.453 1.04 0.208 -0.128 0.251 0.663
Si -20.403 4.221 -0.053 0.159 -0.282 0.639
Si -17.943 7.05 -0.044 0.157 -0.141 0.747
Si -20.081 -6.975 0.057 -0.19 0.063 0.737
Si -17.325 11.953 -0.045 -0.131 0.147 0.756
Si -13.512 -0.022 1.32 -0.015 0.025 -0.042
Si -10.768 2.67 1.34 -0.015 0.015 -0.034
Si -13.412 5.416 1.409 0.02 0.001 -0.058
Si -10.885 8.096 1.519 -0.002 -0.013 -0.049
Si -13.556 -5.546 1.174 -0.011 0.007 -0.054
Si -10.845 -2.784 1.358 0.01 0.004 -0.065
Si -8.062 -0.048 1.532 0.016 0.006 -0.058
Si -21.659 2.632 1.186 0.001 0.015 -0.036
Si -8.092 5.468 1.425 0.019 0.011 -0.034
Si -21.704 -8.18 1.256 0.016 -0.007 -0.039
Si -8.046 -5.399 1.282 -0.007 0.028 -0.041
Si -21.814 -2.755 1.416 -0.015 0.004 -0.041
Si -19.001 -0.128 1.475 -0.012 0.007 -0.015
Si -16.247 2.714 1.333 0.02 0.003 -0.03
Si -18.97 5.439 1.326 -0.01 0.004 -0.053
Si -16.297 8.113 1.269 -0.022 0.011 -0.062
Si -18.912 10.875 1.348 0.031 0.003 -0.044
Si -16.246 -2.801 1.347 -0.003 -0.003 -0.049
Si -14.899 1.322 2.707 0.022 0.005 0.03
Si -12.099 4.034 2.774 0.006 -0.026 0.027
Si -14.903 6.771 2.642 0.002 0.004 0.001
Si -12.31 -6.849 2.729 -0.014 0.033 0.012
Si -14.843 -4.158 2.642 0.001 -0.01 0.016
Si -12.195 -1.402 2.692 -0.007 0.007 -0.007
Si -9.476 1.332 2.771 0.006 0.022 0.007
Si -6.82 4.064 2.826 -0.012 0.017 0.022
Si -9.448 6.789 2.817 0 -0.008 0.023
Si -6.779 -6.75 2.738 -0.049 -0.002 0.017
Si -9.448 -4.112 2.72 0.018 -0.004 0.034
Si -23.153 -1.354 2.726 -0.017 0.018 0.039
Si -20.358 1.344 2.695 -0.022 -0.001 0.008
Si -17.607 4.081 2.674 -0.011 -0.029 -0.005
Si -20.372 6.779 2.675 0.01 0.015 0.04
Si -17.597 9.479 2.712 -0.005 -0.01 0.031
Si -20.364 12.194 2.667 0.009 0.002 0.013
Si -17.638 -1.507 2.761 0.021 -0.004 0.009
Si -16.277 -0.06 4.05 -0.002 0.021 -0.014
Si -13.537 2.679 4.079 -0.014 0.004 -0.02
Si -16.257 5.424 4.036 0.002 0.016 0.018
Si -13.627 8.122 4.095 0 -0.001 0.018
Si -16.238 -5.473 4.049 -0.004 0.002 -0.016
Si -13.552 -2.766 4.046 -0.015 -0.019 0.002
Si -10.85 -0.048 4.085 -0.003 -0.003 0.006
Si -8.165 2.701 4.166 -0.005 -0.005 -0.008
Si -10.799 5.406 4.155 -0.021 -0.005 0
Si -8.117 8.192 4.129 0.02 -0.015 0.004
Si -10.863 -5.482 4.045 0.013 -0.006 -0.028
Si -8.121 -2.759 4.132 0.006 -0.003 -0.016
Si -21.748 -0.003 4.051 0 -0.013 -0.004
Si -18.993 2.716 4.029 -0.005 -0.001 -0.001
Si -21.761 5.381 3.964 -0.01 0.01 -0.011
Si -19.005 8.129 4.043 0.004 -0.004 -0.001
Si -21.741 10.824 3.99 -0.01 -0.001 0.009
Si -19.039 -2.802 4.094 0.006 0 0.021
Si -14.974 -1.396 16.292 0.003 -0.012 0.001
Si -12.241 1.376 16.309 0.017 0.012 -0.002
Si -14.97 4.029 16.32 0.002 -0.015 0.001
Si -12.244 6.757 16.328 0.003 0.016 -0.007
Si -14.993 -6.843 16.256 -0.012 -0.006 -0.009
Si -12.21 -4.087 16.253 0.008 0.001 -0.022
Si -9.54 -1.389 16.289 0.002 0.001 -0.009
Si -23.075 1.344 16.309 0.011 0.016 -0.01
Si -9.535 4.069 16.384 -0.007 0.009 0.001
Si -23.117 -9.577 16.339 -0.003 0.011 0.005
Si -9.542 9.458 16.344 -0.011 0.003 -0.002
Si -23.091 -4.121 16.313 0.007 0.012 0.004
Si -20.405 -1.399 16.309 0.004 -0.006 -0.007
Si -17.675 1.326 16.305 0.008 0.004 0
Si -20.425 4.049 16.35 -0.011 -0.008 0.001
Si -17.688 6.748 16.32 0.007 -0.019 0
Si -20.4 9.459 16.307 0 -0.006 0.004
Si -17.679 -4.106 16.298 0.001 0.012 -0.007
Si -13.603 -0.01 17.603 0.004 0.001 -0.003
Si -10.903 2.713 17.738 -0.013 0.004 0.013
Si -13.569 5.354 17.668 0.013 0 -0.006
Si -10.898 8.101 17.719 0.008 -0.006 0.012
Si -13.607 -5.447 17.521 0.018 0.02 -0.044
Si -10.878 -2.741 17.659 -0.008 -0.025 0.006
Si -8.186 -0.047 17.647 -0.007 -0.013 -0.009
Si -21.747 2.68 17.754 -0.006 0.009 0.008
Si -8.186 5.443 17.757 -0.01 -0.014 0.005
Si -21.743 -8.221 17.696 0.002 -0.02 0.008
Si -8.191 -5.486 17.68 0.008 0.005 -0.005
Si -21.733 -2.765 17.7 0.015 -0.014 0.019
Si -19.027 -0.046 17.65 -0.013 -0.001 -0.012
Si -16.349 2.693 17.69 -0.004 0.003 0.016
Si -19.057 5.407 17.705 0.004 0.002 0.006
Si -16.304 8.103 17.653 0.025 0.025 -0.006
Si -19.027 10.827 17.635 -0.004 0.001 -0.006
Si -16.322 -2.75 17.675 -0.012 -0.008 0.03
Si -14.946 1.32 18.98 0.003 -0.008 -0.014
Si -12.228 4.087 19.152 -0.001 0.02 -0.007
Si -14.961 6.68 18.975 0.009 -0.021 -0.021
Si -12.349 9.515 18.911 -0.019 0.007 -0.023
Si -14.848 -4.092 18.942 0.032 0.016 -0.042
Si -12.229 -1.326 18.961 -0.008 0.029 -0.033
Si -9.516 1.305 19.015 0.025 -0.022 -0.033
Si -23.135 4.052 19.112 0.011 -0.006 -0.026
Si -9.542 6.776 19.16 -0.008 -0.002 -0.001
Si -23.184 -6.889 18.989 0.004 -0.013 -0.016
Si -9.55 -4.138 19.022 0.006 -0.005 -0.026
Si -6.864 -1.428 18.997 -0.035 -0.006 -0.023
Si -20.326 1.294 19.069 0.016 0.011 -0.027
Si -17.757 4.005 19.082 -0.029 -0.015 -0.008
Si -20.334 -9.502 19.107 0.003 0.017 -0.007
Si -17.608 9.529 18.989 -0.04 0.004 -0.001
Si -20.367 -4.176 19.038 -0.03 -0.006 -0.023
Si -17.719 -1.41 19.038 0.016 0.018 -0.018
Si -16.318 -0.012 20.326 0.007 -0.007 0.091
Si -13.635 2.653 20.4 0.007 -0.013 0.028
Si -16.367 5.387 20.356 0.005 0.015 0.024
Si -13.6 8.073 20.261 0.02 -0.008 0.049
Si -16.107 -5.507 20.286 0.003 -0.036 0.02
Si -13.595 -2.628 20.312 -0.025 -0.014 0.079
Si -10.864 -0.04 20.37 0 -0.006 0.037
Si -8.186 2.647 20.392 -0.001 0.009 0.074
Si -10.833 5.411 20.615 -0.01 -0.006 0.046
Si -8.298 8.25 20.532 -0.036 0.003 0.049
Si -11.077 -5.42 20.276 0.024 0.03 0.055
Si -8.168 -2.809 20.396 0.002 -0.002 0.038
Si -21.725 -0.071 20.352 -0.004 0.025 0.058
Si -19.015 2.598 20.562 0.012 0.005 0.039
Si -21.681 5.411 20.434 -0.014 -0.018 0.029
Si -18.949 -8.066 20.433 -0.042 -0.02 0.05
Si -21.877 -5.513 20.322 0.012 0.026 0.032
Si -18.949 -2.873 20.436 0.012 -0.021 0.079
Si -15.113 -1.466 21.679 0.216 0.165 -0.732
Si -12.051 1.483 21.683 -0.259 -0.205 -0.767
Si -15.25 3.791 21.656 0.134 0.061 -0.756
Si -12.058 7.103 21.726 0.02 -0.273 -0.713
Si -15.114 9.142 21.658 0.006 0.147 -0.658
Si -12.055 -3.746 21.618 -0.157 -0.211 -0.701
Si -9.717 -1.631 21.664 0.169 0.233 -0.695
Si -22.805 1.49 21.749 -0.169 -0.113 -0.678
Si -9.729 3.661 21.843 0.247 0.396 -0.678
Si -23.201 6.631 21.724 0.247 0.3 -0.754
Si -10.014 9.455 21.718 0.274 0.002 -0.614
Si -6.649 -3.932 21.813 -0.118 -0.128 -0.649
Si -20.678 -1.763 21.59 0.161 0.114 -0.736
Si -17.336 1.446 21.841 -0.303 -0.081 -0.673
Si -20.628 3.792 21.797 0.177 0.086 -0.713
Si -17.421 6.993 21.721 -0.14 -0.072 -0.697
Si -20.322 -6.576 21.664 -0.04 -0.157 -0.732
Si -17.086 -3.886 21.6 -0.248 -0.058 -0.672
Si -16.343 -7.939 -4.926 0.013 -0.092 -0.055
Si -23.263 -6.274 -4.368 -0.01 0.075 -0.007
Si -23.039 3.722 25.994 -0.043 -0.015 0.017
Si -11.819 3.828 25.602 -0.094 -0.03 -0.034
Si -7.084 7.948 24.48 -0.028 -0.053 -0.094
Si -27.404 0.818 -5.178 -0.107 -0.073 -0.025
Si -20.164 7.311 26.092 0.011 0.092 -0.144
Si -9.65 -3.77 25.965 -0.015 -0.054 -0.033
Si -12.359 -4.281 24.607 0.124 -0.014 -0.06
Si -26.376 6.153 25.713 -0.08 0.052 0.062
Si -22.216 -1.507 25.784 -0.07 0.093 0.05
Si -16.044 2.267 -3.474 -0.196 -0.024 0.048
Si -16.865 -0.459 -3.243 -0.024 0.073 -0.042
Si -8.212 2.516 -2.102 -0.041 0.02 0.118
Si -20.747 2.431 -4.438 0.12 -0.033 0.097
Si -19.757 -1.901 24.371 0.042 0.052 -0.09
Si -22.967 6.054 -2.893 -0.051 -0.032 -0.036
Si -24.02 4.817 -7.004 0.115 -0.013 0.011
Si -18.786 -4.792 23.579 -0.123 0.014 0.009
Si -17.673 0.229 24.8 -0.011 0.068 -0.195
Si -12.804 -4.403 -2.919 0.027 0.038 0.133
Si -8.415 -5.59 23.913 0.014 0.177 -0.134
Si -13.559 5.354 23.808 0.075 0.108 -0.137
Si -24.283 -0.216 24.005 -0.022 0.009 -0.139
Si -17.353 3.197 25.809 -0.004 -0.048 -0.04
Si -12.326 6.607 -3.007 0.208 0.054 0.114
Si -27.591 -7.935 -4.61 0.083 0.058 -0.002
Si -21.62 -5.354 -2.185 -0.022 0.062 0.168
Si -9.122 2.76 24.624 0.107 0.162 -0.098
Si -20.225 5.532 -4.284 -0.02 0.062 0.04
Si -17.132 0.971 -5.703 0.007 -0.142 0.079
Si -14.781 4.741 -2.733 -0.06 0.139 0.12
Si -10.441 0.336 -2.08 -0.087 0.079 0.169
Si -14.306 7.12 26.156 -0.028 -0.005 -0.119
Si -18.459 -7.095 -6.991 -0.008 -0.008 -0.054
Si -21.435 -7.017 -6.811 0.065 0.035 -0.096
Si -14.507 2.303 26.116 0.123 -0.037 -0.031
Si -12.073 -0.651 -4.365 -0.048 -0.081 -0.099
Si -23.151 -1.5 -4.406 0.107 -0.045 -0.043
Si -8.258 -5.714 -3.804 -0.035 0.006 0.016
Si -18.881 5.269 23.998 0.003 0.035 -0.125
Si -18.774 2.572 -2.202 -0.013 0.152 0.123
Si -14.176 -6.476 24.558 0.122 -0.083 -0.042
Si -6.385 3.46 26.145 -0.038 0.022 0.01
Si -18.689 -2.394 -2.019 -0.003 -0.054 0.111
Si -20.503 -3.201 -4.181 -0.091 0.044 -0.032
Si -9.519 6.792 -4.455 -0.046 -0.182 0
Si -13.629 0.143 24.032 -0.051 -0.082 -0.153
Si -24.851 -3.887 -4.152 -0.014 -0.114 0.016
Si -21.3 6.305 -6.949 -0.082 -0.03 0.156
Si -7.244 -1.82 26.067 0.027 -0.027 0.042
Si -11.655 1.152 -6.552 0.042 -0.109 -0.003
Si -14.114 -7.254 -3.008 -0.125 -0.084 0.163
Si -17.399 6.308 -3.061 0.001 0.005 0.113
Si -14.928 -1.415 5.416 -0.003 -0.005 0.006
Si -12.211 1.309 5.451 0.011 0.007 -0.009
Si -14.917 4.052 5.41 0.007 0.001 0.011
Si -12.226 6.772 5.44 0.001 0.003 0.009
Si -14.948 9.488 5.46 -0.006 0.003 0.023
Si -12.196 12.211 5.424 -0.005 0.007 0.001
Si -9.491 -1.388 5.463 0.005 0.005 0.007
Si -6.768 1.341 5.488 0.007 -0.009 0.01
Si -9.495 4.051 5.54 -0.001 0.02 0.012
Si -6.814 6.813 5.534 -0.013 0.002 0.007
Si -9.524 -6.813 5.462 -0.004 0.023 0.009
Si -6.782 -4.104 5.503 -0.015 -0.001 0.005
Si -20.394 -1.389 5.403 -0.012 0.013 0.006
Si -17.652 1.324 5.387 0.006 -0.017 0.003
Si -20.388 4.061 5.371 -0.003 -0.002 -0.005
Si -17.644 6.768 5.4 0.003 0.008 0.003
Si -20.388 9.481 5.386 0.009 -0.006 0.002
Si -17.646 -4.147 5.417 0 -0.018 0.001
Si -13.583 -0.05 6.794 -0.002 -0.008 -0.006
Si -10.876 2.673 6.84 0 -0.007 0.002
Si -13.583 5.409 6.798 -0.001 -0.002 -0.005
Si -10.878 8.135 6.815 -0.001 -0.008 -0.007
Si -13.569 10.856 6.791 0.002 -0.012 -0.007
Si -10.859 -2.75 6.812 0.006 -0.009 -0.008
Si -8.139 -0.025 6.833 -0.007 0.003 -0.005
Si -5.434 2.696 6.876 -0.006 0.004 -0.004
Si -8.156 5.435 6.884 -0.002 -0.004 0.002
Si -5.427 8.167 6.867 0.004 -0.001 -0.008
Si -8.158 -5.467 6.84 0.009 0 -0.004
Si -5.43 -2.736 6.864 0 -0.002 -0.003
Si -19.026 -0.026 6.755 -0.003 0.006 -0.003
Si -16.298 2.688 6.758 -0.003 -0.002 -0.007
Si -19.027 5.411 6.748 0.007 0.005 -0.003
Si -16.318 8.126 6.797 -0.006 0.009 0.006
Si -19.029 -5.491 6.768 0.01 0 0.002
Si -16.307 -2.761 6.776 0 0.005 -0.004
Si -14.951 1.325 8.135 0.001 -0.004 -0.004
Si -12.24 4.048 8.175 -0.006 0.002 -0.003
Si -14.953 6.766 8.153 0 0.004 -0.007
Si -12.232 9.497 8.172 0.004 0.014 0
Si -14.948 -4.114 8.145 0.004 0.003 -0.009
Si -12.228 -1.396 8.168 0.004 0.006 -0.003
Si -9.506 1.327 8.193 0.001 0.008 -0.005
Si -6.791 4.066 8.224 0.01 0.019 -0.001
Si -9.533 6.787 8.209 -0.007 -0.011 0.002
Si -6.801 -6.813 8.219 -0.011 -0.006 -0.005
Si -9.51 -4.101 8.192 -0.002 0.006 0.002
Si -6.794 -1.378 8.213 0 0.005 -0.002
Si -20.393 1.334 8.114 0.001 -0.005 -0.002
Si -17.673 4.045 8.116 -0.003 -0.003 -0.004
Si -20.391 6.767 8.115 0 0.002 0
Si -17.686 -6.842 8.151 -0.009 -0.015 0.003
Si -20.394 -4.115 8.115 0.002 0.001 -0.008
Si -17.675 -1.392 8.124 0.006 0.006 -0.001
Si -16.32 -0.031 9.49 -0.003 0 -0.001
Si -13.606 2.684 9.517 0.005 0.002 -0.001
Si -16.324 5.401 9.497 0.004 0.006 0
Si -13.599 8.13 9.517 0.003 -0.003 0
Si -16.318 -5.475 9.499 -0.002 -0.002 -0.007
Si -13.598 -2.755 9.516 -0.006 -0.007 -0.006
Si -10.874 -0.035 9.537 0.003 -0.007 0.001
Si -8.16 2.696 9.56 -0.005 -0.01 -0.003
Si -10.887 5.409 9.546 -0.004 0.007 0.003
Si -8.16 8.137 9.566 0.001 -0.002 -0.003
Si -10.874 -5.468 9.54 0.006 -0.006 0
Si -8.156 -2.743 9.562 0.001 -0.002 -0.001
Si -21.747 -0.028 9.486 0.001 -0.009 0.001
Si -19.037 2.691 9.482 -0.002 -0.002 0
Si -21.75 5.415 9.488 0.004 0.001 0.002
Si -19.048 8.119 9.502 0.003 0.007 0.003
Si -21.763 -5.478 9.471 0.003 0 -0.003
Si -19.041 -2.752 9.484 -0.002 0.003 0.004
Si -14.966 -1.39 10.858 0.006 0.005 -0.002
Si -12.237 1.336 10.88 0.001 0.001 0
Si -14.97 4.045 10.87 -0.007 -0.006 0.001
Si -12.247 6.773 10.89 -0.003 -0.001 0.002
Si -14.967 9.484 10.87 -0.002 0.004 -0.001
Si -12.244 -4.11 10.886 -0.001 0.008 0.003
Si -9.521 -1.385 10.912 -0.003 0.007 0.004
Si -6.808 1.344 10.932 -0.001 0.01 -0.002
Si -9.523 4.056 10.91 -0.003 0.005 0.001
Si -6.804 6.778 10.935 0.004 -0.004 0.001
Si -9.52 9.495 10.911 0.003 0.002 0.003
Si -6.795 -4.097 10.928 -0.001 0.005 -0.004
Si -20.398 -1.392 10.854 -0.002 0.009 0.004
Si -17.682 1.33 10.849 0.004 -0.003 -0.002
Si -20.397 4.047 10.851 0.001 -0.004 0.002
Si -17.686 6.757 10.862 -0.007 0.003 0.003
Si -20.416 9.483 10.851 -0.003 -0.005 -0.002
Si -17.684 -4.113 10.851 0.01 0.002 -0.001
Si -13.608 -0.027 12.216 -0.003 -0.006 -0.004
Si -10.883 2.693 12.258 -0.001 -0.004 0.001
Si -13.61 5.406 12.233 0.006 0.009 0
Si -10.881 8.123 12.256 0.002 0.001 -0.002
Si -13.606 10.841 12.232 0 -0.003 -0.003
Si -10.888 -2.751 12.253 -0.001 -0.008 0.005
Si -8.167 -0.021 12.279 0.003 -0.001 0
Si -5.461 2.706 12.303 -0.002 -0.013 -0.002
Si -8.164 5.41 12.279 0 -0.002 0.003
Si -5.445 8.127 12.308 -0.003 0.006 0
Si -8.151 -5.474 12.268 0.005 0.006 -0.004
Si -5.441 -2.748 12.307 0.002 -0.006 -0.002
Si -19.04 -0.027 12.212 0.011 0.005 0.001
Si -16.335 2.687 12.227 -0.001 -0.004 0.003
Si -19.044 5.399 12.226 0.005 0.001 0.002
Si -16.328 8.12 12.225 0.006 -0.003 0
Si -19.051 -5.477 12.205 -0.007 -0.004 -0.007
Si -16.328 -2.751 12.216 -0.003 -0.001 0
Si -14.967 1.326 13.576 0.012 -0.001 0.001
Si -12.249 4.059 13.603 -0.006 0.003 0.004
Si -14.97 6.759 13.591 -0.006 0.005 0.003
Si -12.247 9.483 13.597 0.006 -0.004 0.006
Si -14.97 -4.115 13.575 0 0.007 0.004
Si -12.253 -1.37 13.587 -0.009 0.009 0.001
Si -9.516 1.351 13.633 -0.006 0.002 0.004
Si -6.814 4.067 13.668 0.001 -0.003 0.007
Si -9.524 6.766 13.628 -0.002 0.007 0.003
Si -6.808 9.486 13.65 0.002 0.001 0.003
Si -9.521 -4.118 13.6 0.01 -0.008 -0.001
Si -6.808 -1.377 13.641 -0.004 0.009 0.003
Si -20.39 1.333 13.584 -0.004 0.001 0.001
Si -17.69 4.043 13.6 -0.001 -0.006 0.007
Si -20.411 6.751 13.587 0.004 -0.005 0
Si -17.705 9.476 13.57 -0.001 0.01 0
Si -20.395 -4.117 13.579 0.006 0.002 0.004
Si -17.687 -1.389 13.575 0.001 0 0.006
Si -16.325 -0.031 14.933 -0.005 0.004 0.004
Si -13.618 2.691 14.938 -0.009 -0.002 0.001
Si -16.322 5.4 14.959 0.01 0.012 0.005
Si -13.601 8.112 14.948 0.004 0.003 -0.002
Si -16.35 -5.474 14.916 0.004 -0.013 0.005
Si -13.61 -2.743 14.925 0.008 -0.006 0.005
Si -10.897 -0.009 14.956 -0.006 -0.009 0.003
Si -8.167 2.705 15.027 -0.005 -0.001 0.012
Si -10.882 5.403 14.979 0.002 -0.001 0.004
Si -8.166 8.119 14.999 0.007 -0.007 0.008
Si -10.867 -5.491 14.949 0.006 0.015 -0.004
Si -8.173 -2.758 14.962 -0.003 -0.008 -0.004
Si -21.747 -0.031 14.939 0.007 0.006 0.006
Si -19.054 2.694 14.973 0.006 -0.003 0.006
Si -21.77 5.392 14.958 -0.002 0.003 -0.003
Si -19.046 8.103 14.945 -0.016 -0.002 0.001
Si -21.747 10.837 14.945 0.007 0.004 -0.004
Si -19.042 -2.749 14.94 -0.007 0 0.001
O -1.468 3.943 -5.439 -0.083 -0.139 -0.4
O 1.387 -1.693 23.244 -0.093 -0.503 0.461
O -3.341 -7.536 25.663 0.27 0.447 0.21
O -5.107 2.605 25.653 0.152 0.077 -0.33
O 2.675 -5.463 22.122 0.08 0.08 0.303
O -3.757 -3.15 24.992 -0.107 0.112 -0.046
O 2.848 0.146 22.322 -0.542 -0.405 -0.063
O 7.214 7.767 -5.746 -0.225 0.034 0.096
O -3.292 6.17 25.082 0.06 0.184 0.081
O -3.617 -1.005 22.834 -0.088 0.221 0.01
O -2.105 5.61 22.79 0.106 -0.093 -0.013
O 5.506 -5.44 -0.421 0.032 0.011 -0.441
O -5.461 -8.135 21.979 -0.111 -0.155 0.01
O -3.512 3.809 -0.91 0.23 -0.431 -0.247
O -5.598 -2.752 22.3 -0.139 -0.039 0.61
O 0.962 4.645 -1.239 -0.223 0.121 0.006
O 3.857 -6.453 -5.508 -0.13 -0.442 0.131
O 1.939 -1.483 -1.108 0.098 -0.281 -0.076
O 4.575 1.054 -0.97 0.355 -0.451 0.112
O -1.221 1.305 -1.583 -0.507 0.235 -0.16
O -4.444 -1.224 -3.952 0.221 -0.239 -0.5
O 6.244 -5.525 25.366 -0.31 -0.221 -0.001
O 6.789 -0.925 -1.482 -0.067 0.159 -0.088
O 3.81 6.206 23.21 0.185 -0.052 0.26
O 6.832 3.864 -1.411 0.444 -0.547 -0.008
O -2.758 8.12 -0.321 -0.024 0.078 -0.169
O -1.832 5.883 -1.252 0.339 -0.084 -0.479
O -6.304 -3.849 -1.529 0.342 -0.36 -0.138
O 13.82 2.072 -6.02 0.066 -0.102 -0.121
O 1.416 -7.191 23.457 0.354 0.139 0.409
O 1.891 4.352 23.246 -0.201 -0.065 0.498
O -5.064 -6.387 -3.958 -0.297 -0.501 -0.201
O -0.238 -2.793 21.776 -0.181 0.273 -0.012
O 7.574 5.124 22.438 -0.458 0.575 -0.253
O -0.915 1.682 -4.092 -0.015 -0.142 -0.405
O 2.652 2.762 -0.307 0.212 -0.051 -0.178
O 10.814 5.48 -0.082 -0.058 0.065 -0.43
O -2.691 -3.114 -3.436 -0.279 -0.062 -0.363
O 2.299 7.946 -3.651 0.511 -0.099 -0.604
O -6.845 7.496 -6.904 0.322 0.364 0.088
O -0.25 -8.11 25.369 -0.278 0.034 0.155
O 7.81 4.336 -3.875 0.486 -0.14 0.119
O -7.838 -3.031 -6.738 -0.145 -0.356 0.313
O 5.85 -2.019 23.048 -0.067 -0.255 0.361
O -7.09 0.555 22.794 0.457 0.086 0.329
O 7.007 -7.574 -0.983 -0.122 -0.17 -0.426
O -7.427 2.962 -3.444 0.021 0.615 0.013
O 3.751 7.505 -1.351 0.357 -0.145 -0.512
O -6.912 -1.776 -3.218 -0.48 0.252 0.132
O 3.999 -3.565 -1.535 -0.141 0.012 -0.119
O -0.491 -4.723 -3.319 0.219 0.364 0.215
O 0.382 6.439 -3.116 -0.232 0.023 0.155
O 1.684 -7.236 -1.349 -0.22 -0.003 -0.363
O 8.868 -5.486 25.296 0.29 -0.108 0.377
O -10.231 1.876 -6.309 -0.026 0.236 0.52
O 2.687 -2.149 -3.407 -0.102 -0.298 -0.543
O 9.373 -4.094 23.274 -0.139 -0.021 0.091
O -7.669 1.852 -5.841 0.095 -0.276 -0.094
O 0.008 2.657 22.394 0.025 0.095 0.366
O 3.762 -6.51 -2.836 0.476 0.136 0.127
O -2.605 -3.789 -6.656 0.014 0.33 0.422
O 10.999 0.021 -0.14 0.055 -0.061 -0.371
O -7.196 6.837 23.299 -0.19 -0.619 0.187
O -2.765 -5.742 -2.899 0.23 -0.169 -0.133
O 1.512 0.489 24.575 -0.002 0.119 -0.423
O -7.276 -5.791 -5.114 -0.062 -0.178 -0.485
O -3.687 -1.638 -1.441 0.163 -0.362 -0.138
O 26.941 2.47 25.457 0.025 -0.178 -0.206
O -6.3 -3.01 25.509 -0.054 -0.071 -0.741
O 2.823 1.404 -5.888 -0.066 -0.005 0.535
O 5.036 1.393 25.02 0.406 -0.648 -0.087
O -1.711 4.05 24.899 0.349 0.092 -0.121
O -13.297 -3.35 25.533 -0.358 -0.218 0.213
O -16.617 -0.056 -6.814 0.769 -0.009 -0.265
O -5.375 2.908 -5.197 0.605 -0.043 0.5
O 27.365 -0.001 -0.285 -0.22 -0.019 -0.261
O -6.116 5.013 25.786 0.13 0.114 -0.62
O -2.059 -0.559 -3.239 0.055 -0.146 -0.242
O -4.871 -5.161 -6.275 -0.353 -0.289 -0.148
O 7.376 -6.639 23.323 0.274 0.168 0.009
O 9.322 4.195 24.173 0.431 -0.058 -0.2
O -5.599 6.807 -4.597 -0.361 0.198 -0.021
O 13.806 -6.357 -6.621 0.073 0.029 0.242
O -5.764 -3.886 -4.131 0.605 0.252 -0.297
O 3.297 5.023 25.52 -0.256 0.047 0.389
O 6.457 2.67 22.724 0.188 -0.502 -0.106
O -11.813 -1.809 -5.468 -0.109 -0.604 0.326
O 5.565 0.504 -3.323 -0.032 0.08 -0.466
O 28.886 -8.104 -4.088 0.045 -0.005 0.587
O 9.229 7.355 -1.084 0.581 0.181 -0.571
O 14.105 7.497 23.046 -0.347 -0.313 0.618
O -4.58 -6.679 -1.32 -0.351 0.297 -0.105
O -12.268 -3.831 -1.497 -0.154 0.317 -0.093
O 3.996 2.363 22.916 -0.351 0.497 -0.02
O 7.24 2.693 -5.892 -0.239 -0.249 0.198
O -18.164 2.012 -6.332 0.312 0.449 -0.11
O -20.859 -4.505 -3.313 0.554 -0.241 -0.33
O 9.497 6.65 23.176 0 0.092 0.389
O -18.942 -5.936 24.68 -0.065 -0.408 -0.434
O -31.035 1.345 -6.067 -0.286 -0.453 0.348
O 12.389 1.164 24.371 -0.155 0.331 -0.169
O 7.356 0.024 23.038 -0.034 0.369 0.042
O 12.193 5.981 25.437 -0.219 -0.192 0.261
O 0.093 -0.066 -0.014 -0.075 -0.348 0.138
O -19.133 -2.641 -3.542 0.212 0.184 -0.214
O -8.23 -4.166 -3.281 -0.542 0.368 -0.062
O 26.793 -7.452 -5.726 -0.202 0.468 0.245
O -14.563 -0.736 23.035 -0.126 -0.147 0.394
O 31.736 -4.968 -6.192 0.269 -0.201 -0.16
O 31.228 6.62 23.398 -0.472 -0.117 0.135
O -9.769 -6.2 -4.117 -0.14 -0.384 0.088
O -29.249 -1.761 24.604 0.411 -0.181 0.032
O 14.823 1.016 -3.436 -0.08 0.007 0.094
O -32.648 -7.893 22.194 -0.12 0.277 0.036
O 3.758 3.83 -5.269 0.242 0.174 -0.194
O 12.404 3.535 -0.681 0.587 -0.254 0.107
O -23.288 1.438 -1.56 -0.132 0.331 -0.124
O 7.093 6.293 -2.145 -0.13 -0.052 0.42
O 18.177 -0.963 22.974 -0.263 -0.077 0.535
O -21.548 5.333 -0.425 -0.076 0.103 -0.414
O 12.686 -1.197 23.201 -0.294 -0.268 0.386
O 16.309 -8.011 22.025 0.043 -0.028 0.282
O 13.805 -4.296 25.478 0.328 0.574 0.176
O 17.103 -3.587 -3.095 -0.436 -0.169 0.295
O 20.684 -6.842 -2.497 -0.392 0.405 0.303
O 14.693 5.181 24.999 0.08 -0.146 -0.078
O 11.001 -2.631 22.004 0.126 -0.133 -0.052
O 11.131 2.884 22.147 -0.028 0.218 0.417
O 21.649 -5.275 -0.161 -0.193 -0.179 -0.369
O -24.995 -5.294 25.206 -0.376 0.313 0.071
O 10.954 -8.025 21.921 -0.015 0.077 0.251
O 24.53 1.549 22.545 -0.435 0.042 -0.185
O 13.673 0.814 22.099 -0.597 -0.001 -0.511
O 17.098 4.562 -1.224 0.369 0.078 -0.271
O 22.582 -6.675 -4.286 0.204 0.491 -0.548
O 17.62 -1.553 -1.519 0.274 -0.117 -0.114
O 20.165 1.107 -1.587 -0.069 -0.291 0.025
O 6.998 -3.962 -6.322 -0.083 0.26 0.696
O 11.748 5.699 -4.747 -0.176 0.044 -0.198
O 21.11 4.274 -5.613 0.005 0.46 0.166
O -22.959 -6.595 24.101 0.298 0.31 0.269
O 22.909 -7.579 22.763 0.135 -0.04 0.265
O 23.202 3.36 -1.299 -0.372 -0.759 0.028
O 13.484 8.061 -0.309 -0.129 -0.051 -0.273
O 14.856 5.884 -1.022 0.022 0.073 -0.168
O 9.94 -4.537 -0.857 -0.195 -0.223 -0.082
O 11.245 -4.282 25.218 0.295 -0.237 -0.424
O 25.362 -1.659 -5.98 0.332 -0.466 -0.212
O 32.064 5.336 25.684 0.532 -0.179 0.091
O 18.782 -4.796 25.107 -0.289 0.331 0.553
O 19.129 5.597 22.152 -0.199 0.095 0.405
O 11.115 -1.039 26.058 0.157 0.057 -0.577
O 16.345 -2.601 22.067 0.188 -0.21 0.324
O -3.656 4.371 -6.709 0.098 -0.04 -0.476
O 27.739 6.369 -5.517 0.369 0.102 -0.656
O 18.842 2.837 -0.316 -0.064 0.108 -0.194
O 14.387 -4.194 22.891 -0.346 -0.152 0.078
O 27.563 3.922 -1.225 -0.196 -0.491 -0.087
O 14.495 -3.557 -1.427 0.19 0.036 -0.349
O -15.626 7.201 -5.811 0.167 -0.596 0.205
O 14.659 -6.494 24.314 0.308 -0.227 0.126
O 14.883 4.521 -6.41 -0.467 0.03 -0.28
O -29.879 5.536 25.433 0.187 -0.521 0.145
O 20.101 -4.417 22.886 -0.053 -0.263 0.136
O 2.913 -1.161 -6.712 0.075 -0.088 0.184
O 9.159 -2.88 25.668 -0.635 -0.057 0.095
O -2.994 6.225 -5.023 0.326 0.227 0.049
O -30.761 5.658 -5.417 -0.092 0.761 -0.093
O 23.138 -6.562 -1.671 0.347 -0.19 -0.305
O 7.565 5.991 24.894 -0.176 0.278 0.021
O 20.119 7.083 -1.499 -0.366 -0.046 -0.108
O 24.593 -2.742 -0.396 0 -0.147 -0.163
O 13.582 3.924 -4.224 0.137 0.257 0.165
O -10.487 2.947 25.463 0.027 -0.212 0.393
O 14.134 1.203 -0.88 -0.476 -0.144 -0.018
O -7.596 -6.638 -2.635 0.523 0.177 0.122
O 20.076 -3.533 -1.408 -0.243 0.203 0.011
O 24.872 4.203 24.725 -0.315 -0.067 0.265
O 11.748 -6.486 -1.08 -0.06 -0.242 -0.374
O 23.168 -0.897 -1.39 -0.411 0.183 -0.13
O 16.136 -5.383 -0.477 0.187 -0.109 -0.245
O 23.441 -0.815 22.946 -0.163 -0.253 0.424
O 16.811 0.58 -5.106 0.117 -0.374 -0.187
O 2.927 0.362 -2.841 -0.432 0.304 -0.515
O 24 7.703 -3.484 0.152 -0.45 -0.189
O 28.196 -3.203 24.612 0.569 0.074 0.016
O -29.099 -6.822 24.73 0.193 -0.316 0.036
O 15.877 -1.35 -3.607 -0.488 -0.422 0.114
O 26.501 7.572 -3.439 0.063 -0.399 0.255
O -30.695 3.267 -4.28 -0.106 -0.429 0.6
O -25.486 -4.745 -2.922 -0.225 0.457 0.258
O 5.379 -2.109 -3.321 0.013 -0.26 -0.346
O 12.59 -2.026 -0.696 0.011 0.105 -0.112
O 15.707 2.342 22.731 -0.186 0.453 0.042
O -32.336 -1.647 -4.921 0.548 -0.008 0.109
O 11.129 4.05 -2.89 -0.325 0.537 0.055
O 24.855 2.535 -3.302 -0.008 0.151 -0.854
O 31.573 1.518 -1.485 0.529 -0.436 -0.433
O -32.385 4.44 -6.942 -0.126 0.44 0.537
O 14.902 0.05 24.191 0.378 0.3 -0.305
O 21.743 5.383 -0.442 0.168 -0.088 -0.483
O 12.798 -6.455 22.687 -0.048 0.677 0.31
O -29.736 -2.176 -6.848 -0.457 0.584 0.334
O 12.554 1.967 -2.64 -0.182 -0.561 -0.556
O 10.206 7.586 26.079 -0.069 0.006 -0.347
O 24.066 -2.031 -3.659 0.221 -0.528 0.048
O 32.322 7.882 25.551 0.67 0.172 0.469
O 20.23 0.346 -4.093 0.111 0.176 -0.112
O 17.517 -4.166 -5.646 -0.3 0.783 0.075
O 25.876 1.896 -1.11 -0.48 0.654 -0.036
O 13.698 -0.898 26.105 -0.317 -0.496 0.067
O -23.265 -1.485 -6.024 -0.178 0.264 0.141
O -21.823 -2.847 22.056 0.155 0.101 0.369
O -3.659 0.492 24.868 -0.408 0.033 -0.216
O 11.858 -6.142 -4.961 0.328 0.629 0.086
O 12.283 0.155 -4.559 -0.284 0.359 0.456
O 27.195 5.061 -3.43 0.239 0.338 0.117
O -21.036 -2.421 25.197 0.192 -0.384 0.246
O -9.228 -7.684 -0.905 0.02 -0.094 -0.315
O 21.714 -5.224 -6.824 0.087 -0.345 0.378
O 12.392 -7.838 24.824 -0.497 0.533 0.093
O -23.202 4.355 24.515 0.333 0.166 -0.184
O 12.09 -4.172 -2.255 -0.098 -0.01 -0.274
O -21.399 8.022 25.322 -0.116 0.193 0.136
O 21.734 2.748 21.873 -0.04 0.06 0.502
O -16.025 5.519 -3.415 -0.113 0.263 -0.459
O 18.443 -1.559 -4.043 -0.059 0.177 -0.422
O 2.728 5.019 -3.138 0.316 0.552 0.056
O -14.066 -3.483 -3.317 -0.155 -0.392 -0.441
O 26.975 6.298 -0.979 0.35 0.093 -0.022
O 12.841 4.688 23.129 0.09 0.371 0.055
O -30.541 4.24 23.14 0.426 -0.294 0.341
O -24.175 5.428 22.25 -0.425 -0.32 -0.32
O 19.628 1.158 22.376 -0.282 -0.057 0.01
O -0.002 -5.527 -0.334 0.075 0.092 -0.449
O -7.439 7.276 25.897 -0.519 0.137 0.228
O 31.148 1.107 23.424 0.194 0.266 0.458
O 30.57 -3.503 -0.838 -0.038 0.013 -0.004
O 29.273 -4.04 -5.672 -0.441 0.09 -0.178
O 26.005 -4.008 23.217 -0.241 -0.148 0.517
O 29.759 2.147 -3.265 0.321 -0.382 -0.022
O 21.765 -2.592 22.027 -0.061 -0.014 0.413
O -13.265 -5.922 -2.765 0.263 -0.132 0.112
O -18.329 1.509 -1.082 -0.057 -0.177 -0.215
O 20.213 -1.371 -6.047 -0.209 -0.148 0
O 16.244 0.088 -0.107 -0.167 -0.01 -0.099
O 1.806 -5.388 -4.32 0.008 0.22 -0.158
O 20.038 0.021 24.576 0.373 0.442 -0.298
O 9.557 0.346 -5.627 -0.296 0.464 0.199
O 15.853 5.483 -3.347 0.501 -0.351 -0.207
O 0.117 2.348 25.866 0.075 -0.015 -0.392
O 9.321 4.412 -6.083 0.04 0.279 -0.083
O 28.839 -6.929 23.241 0.172 0.397 0.267
O -15.314 -5.436 24.991 -0.47 0.274 -0.17
O -25.53 -7.021 -1.536 0.223 -0.583 -0.179
O 12.409 7.857 -5.96 -0.138 -0.376 -0.533
O -17.899 -3.661 -1.404 -0.004 -0.134 -0.082
O -7.009 7.345 -1.311 0.243 -0.295 -0.166
O -25.368 -6.518 22.986 -0.079 -0.036 0.265
O 9.696 1.035 23.178 0.176 -0.194 0.228
O 17.795 -7.141 -1.437 0.442 -0.077 -0.165
O -28.602 -4.77 23.089 0.1 0.119 0.126
O -31.103 -0.686 23.105 -0.291 0.372 0.166
O 26.824 -5.088 25.797 -0.299 0.295 -0.147
O 23.046 7.608 -5.948 0.286 0.084 0.011
O -22.55 5.327 -6.554 0.426 -0.283 0.342
O 0.49 -0.378 -3.034 0.223 -0.252 -0.426
O -27.123 4.723 25.897 0.068 -0.353 -0.386
O -18.899 -0.777 25.147 -0.172 0.01 0.42
O 28.008 -6.409 -1.37 -0.1 0.149 -0.308
O 27.172 -1.816 22.682 -0.321 0.291 0.164
O 26.864 2.802 22.057 0.262 0.163 0.5
O -27.253 -5.444 -0.49 -0.175 0.133 -0.104
O -27.31 7.338 25.109 0.313 0.142 -0.455
O 27.035 8.091 21.974 0.101 -0.038 0.223
O 29.479 2.506 -0.54 -0.058 -0.293 0.147
O -3.598 8.037 -3.248 0.443 -0.261 0.361
O -31.891 4.434 -1.082 -0.1 0.304 -0.401
O 31.234 -0.824 25.272 -0.117 0.001 0.383
O -30.364 -1.966 -0.547 0.056 -0.539 0.06
O -28.18 0.892 -1.309 -0.033 0.092 -0.123
O -28.653 -1.405 -2.505 -0.24 0.091 -0.339
O 29.247 -1.4 -1.433 -0.168 0.241 -0.432
O -12.328 0.743 -5.148 -0.524 0.339 -0.076
O -24.313 -2.43 -3.756 -0.27 0.278 0.318
O 31.152 -2.425 -6.701 -0.221 0.128 -0.373
O -25.681 3.631 -1.408 -0.174 -0.577 0.026
O 29.857 -8.128 -0.553 -0.248 -0.205 -0.39
O -11.029 -8.046 22.259 -0.148 0.034 0.304
O 26.419 -4.329 -1.395 0.297 0.464 -0.24
O -23.495 4.541 -2.588 0.243 -0.298 0.211
O -29.883 3.578 -6.75 0.155 -0.185 -0.228
O -28.585 -4.234 -5.825 0.008 -0.588 0.667
O 21.379 7.349 -3.864 -0.016 -0.395 -0.27
O -31.58 6.503 23.844 -0.036 0.577 -0.501
O -5.545 2.551 22.194 -0.044 0.075 0.136
O 32.575 -2.675 22.303 -0.145 -0.013 0.568
O -25.592 3.741 23.371 0.107 -0.362 0.219
O 3.681 -1.213 24.434 0.199 0.172 0.607
O -29.947 2.693 -0.492 0.058 0.007 -0.402
O 30.704 -4.484 23.038 -0.504 -0.129 0.028
O 7.935 1.997 24.857 -0.567 -0.165 -0.136
O -5.597 -7.802 24.606 0.153 -0.241 0.104
O 7.708 -0.878 -3.998 -0.001 -0.095 0.151
O 29.804 -7.786 25.569 -0.033 -0.298 0.442
O -17.26 -7.035 -5.908 0.157 0.635 0.075
O -12.35 4.337 24.158 0.21 -0.259 -0.338
O -27.188 -6.72 -3.613 -0.539 0.272 0.222
O 28.513 3.694 -5.031 0.35 0.061 -0.248
O -16.239 0.02 -0.165 -0.056 0.119 -0.341
O 31.436 -3.399 25.254 -0.047 -0.019 0.015
O -23.167 6.954 -1.554 -0.443 0.415 -0.198
O -10.855 -2.728 22.047 0.26 0.091 0.498
O 29.088 0.819 25.052 -0.042 0.253 -0.353
O -29.165 7.32 -1.348 0.075 0.344 -0.172
O -22.479 -6.461 -2.972 -0.259 -0.387 0.434
O 13.007 -1.977 -3.206 0.312 0.41 -0.403
O -29.055 6.422 23.079 -0.132 -0.115 0.288
O -1.954 3.856 -2.926 -0.012 -0.139 0.019
O 11.372 3.12 -5.302 0.106 -0.527 0.057
O -28.98 -3.836 -1.572 -0.124 -0.434 -0.507
O 27.197 -7.598 25.208 -0.074 -0.081 -0.119
O 30.465 -7.744 -6.102 0.645 -0.178 0.015
O 32.534 -5.117 -0.205 -0.061 0.327 0.065
O -26.06 1.462 -5.804 0.562 -0.215 0.15
O 17.686 3.827 23.243 -0.075 0.113 0.634
O 29.558 -0.857 23.093 0.328 -0.026 -0.06
O 9.549 -7.334 -5.147 -0.043 -0.113 -0.696
O -23.758 -4.398 22.998 0.121 0.378 0.19
O 20.911 -2.18 -3.592 0.573 -0.082 -0.112
O -10.957 2.618 22.067 -0.026 0.175 0.195
O -22.763 7.263 23.165 -0.386 -0.338 0.404
O 29.673 4.752 25.181 -0.097 -0.34 -0.019
O 29.593 -3.318 -3.221 -0.292 0.244 -0.398
O 32.344 -3.992 -3.834 -0.363 -0.227 0.376
O 10.18 -5.895 -3.009 -0.47 0.094 -0.173
O 27.111 5.097 25.291 0.022 0.584 0.252
O -7.306 -4.69 23.123 0.118 -0.036 0.308
O 5.31 4.906 -3.411 -0.041 0.427 -0.262
O 25.488 -0.077 -2.682 0.682 -0.15 0.045
O 25.588 6.079 22.877 0.123 0.102 0.401
O -28.717 0.307 22.912 -0.065 -0.102 -0.094
O -8 -7.115 24.159 -0.348 -0.1 0.152
O -27.268 5.522 -0.559 -0.243 0.198 -0.288
O -15.036 4.738 -1.135 -0.461 0.21 0.265
O 25.682 -6.449 -2.74 -0.411 0.41 -0.492
O 22.998 4.182 -3.806 -0.194 0.635 -0.071
O -8.715 -4.958 25.375 0.226 -0.173 0.371
O -27.914 -0.382 -6.133 0.069 -0.147 0.108
O -29.897 5.434 -2.977 0.264 -0.36 0.442
O -30.102 -4.287 25.124 -0.197 -0.21 0.075
O 15.742 6.893 -5.537 -0.145 0.555 -0.249
O -21.61 -0.151 -0.446 0.012 -0.098 -0.504
O -17.292 7.737 -3.797 -0.177 0.54 0.356
O -26.435 7.271 -4.681 0.204 -0.146 -0.2
O -4.028 5.525 -2.793 -0.536 -0.114 0.277
O -18.775 5.656 -3.595 -0.141 -0.079 -0.032
O -9.083 -1.151 23.09 -0.228 -0.205 0.355
O 31.124 0.038 -5.512 0.06 0.085 0.322
O -17.774 1.638 25.589 -0.52 -0.051 0.006
O -9.175 1.208 24.185 -0.569 -0.071 0.042
O 26.125 4.335 -5.823 -0.726 0.129 0.286
O -27.203 8.122 22.181 -0.117 -0.093 0.194
O 25.53 0.122 24.316 0.463 0.203 -0.342
O 30.852 2.59 -6.482 -0.021 0.365 0.435
O 27.702 -5.028 -3.628 -0.202 0.204 -0.256
O -18.027 6.271 23.051 0.137 -0.082 0.365
O -27.336 2.443 22.167 0.171 0.257 0.221
O -23.56 -4.708 -4.709 0.214 0.153 -0.367
O -12.924 6.61 23.019 -0.281 0.113 0.219
O -16.272 8.084 22.175 0.271 0.001 0.104
O -31.938 -6.356 -4.424 0.302 -0.031 -0.293
O 31.69 -1.848 -2.566 0.019 0.339 -0.217
O -16.006 0.826 -2.718 0.189 -0.033 0.539
O -19.903 -6.835 -6.315 -0.008 0.165 0.514
O -6.34 -1.141 -5.771 -0.111 0.181 -0.016
O 9.241 -2.19 -5.772 -0.521 -0.181 -0.257
O 3.922 -3.646 23.3 -0.236 -0.18 0.378
O 24.825 0.892 -5.789 0.257 0.696 -0.143
O 17.008 -6.719 25.747 0.283 -0.173 0.171
O -21.415 6.053 -3.321 0.236 0.223 0.269
O 24.409 -5.561 22.056 0.115 0.158 0.453
O -25.129 5.638 -6.18 -0.213 0.328 -0.337
O -17.771 -1.071 -2.064 0.132 0.32 0.412
O -24.894 0.693 25.192 -0.66 -0.083 0.013
O -16.413 -0.667 25.312 0.663 -0.007 -0.382
O -9.401 1.496 -2.473 0.133 0.2 -0.612
O -0.017 -7.239 -4.282 -0.511 -0.115 0.106
O -0.458 7.591 22.835 -0.018 0.178 -0.14
O 5.273 -3.044 25.433 0.296 0.373 0.285
O -30.933 -5.99 23.128 -0.429 0.116 0.337
O -6.204 5.048 -6.433 -0.136 0.085 -0.605
O -14.289 -6.683 22.964 0.195 0.414 0.118
O -22.601 -4.39 -1.339 -0.082 0.193 -0.303
O -9.945 -4.533 -6.001 0.301 -0.24 0.1
O 30.913 4.084 -1.984 -0.391 0.314 -0.047
O -31.611 -2.092 25.524 0.111 0.277 -0.299
O -31.141 -4.171 -5.667 0.043 0.275 0.204
O 7.746 -7.713 25.725 -0.389 -0.328 0.018
O -27.977 -7.343 -6.059 -0.453 -0.076 -0.07
O 28.48 4.532 22.993 0.419 -0.178 0.069
O -24.704 -6.95 -4.103 -0.115 -0.527 -0.31
O -31.957 -6.816 -1.778 0.22 0.153 -0.136
O -12.733 -4.132 23.043 -0.589 0.025 0.137
O -8.741 -2.44 26.151 -0.025 0.225 -0.223
O -14.486 -7.846 25.33 -0.183 0.026 -0.283
O -17.631 0.598 23.215 -0.094 -0.162 -0.063
O 10.332 2.436 25.771 0.006 -0.241 0.192
O -18.985 -3.282 24.084 0.099 -0.043 0.174
O -20.766 -7.513 22.912 0.435 -0.076 -0.077
O -16.154 -2.648 22.126 -0.104 0.072 0.534
O -1.64 0.745 23.235 -0.078 -0.084 0.66
O -20.147 -1.144 22.997 0.186 0.688 0.03
O -21.747 2.662 22.228 -0.275 0.005 0.669
O -10.731 -5.568 -0.377 -0.231 -0.235 -0.315
O 11.811 -2.343 -5.493 0.504 -0.12 -0.214
O 25.957 -2.228 25.15 -0.448 -0.421 0.352
O -19.633 3.732 -1.434 0.041 0.326 -0.417
O -10.788 -0.478 -3.418 0.414 -0.069 -0.161
O -13.496 2.703 -0.408 0.002 0.002 -0.32
O -11.677 -4.384 -4.063 -0.019 0.642 -0.15
O -1.682 -3.958 23.597 -0.076 -0.209 0.358
O -11.757 0.991 -1.39 -0.023 -0.239 -0.3
O -20.669 1.715 -5.896 -0.6 -0.464 -0.187
O 13.796 7.102 -3.786 0.191 0.284 0.439
O 6.913 5.268 -6.203 -0.604 0.095 0.264
O -0.719 -2.146 -6.28 -0.118 -0.077 0.607
O 23.122 0.904 24.89 -0.441 0.458 0.095
O -23.924 6.642 -4.059 -0.002 0.196 -0.246
O -19.036 -8.12 -0.467 0.214 -0.283 -0.32
O -17.443 6.432 -1.456 0.088 -0.321 -0.102
O 22.457 2.055 -5.425 -0.34 -0.039 -0.754
O -9.698 -5.794 22.936 -0.266 0.444 0.009
O 14.931 3.337 -2.04 -0.214 -0.224 0.157
O -26.256 -0.916 -1.459 0.226 -0.019 -0.454
O 23.304 -3.394 -5.816 -0.157 -0.259 0.389
O 10.342 -1.233 -3.615 -0.214 0.08 0.614
O 23.178 0.506 -3.528 -0.275 0.468 0.356
O -21.676 -2.084 -4.053 0.052 0.199 -0.011
O -9.09 3.792 23.354 0.466 0.555 0.222
O -24.733 2.359 -3.46 -0.494 -0.187 -0.258
O 25.069 4.87 -2.092 -0.324 0.282 -0.01
O -17.311 -4.798 22.946 0.476 -0.345 0.309
O -5.462 5.445 -0.267 -0.182 -0.017 -0.441
O -0.332 -4.916 -5.851 0.133 -0.175 -0.208
O -13.125 7.906 -3.573 0.09 0.085 -0.601
O -14.776 3.196 -3.201 0.683 -0.21 -0.324
O 31.538 -7.967 -3.621 -0.19 -0.65 0.331
O -8.842 3.788 -1.325 0.294 0.272 -0.238
O -20.307 6.365 -5.668 0.442 0.415 0.095
O -21.887 2.581 25.927 0.288 0.282 -0.215
O -32.488 5.08 -3.494 -0.157 0.003 -0.605
O -11.895 -6.393 -5.794 -0.12 -0.162 0.102
O -12.533 0.873 23.107 0.057 0.101 0.237
O 19.484 -4.372 -3.865 0.304 -0.311 -0.35
O 5.499 8.05 22.352 0.013 -0.16 0.271
O -12.152 7.016 -1.442 -0.09 0.435 -0.164
O -8.183 -2.639 -0.352 -0.187 -0.006 -0.434
O 8.731 -0.405 25.23 -0.421 -0.124 -0.109
O -15.734 3.32 25.808 0.099 0.404 0.009
O 18.393 2.593 -5.897 0.26 -0.027 -0.157
O 14.422 -0.365 -5.717 -0.008 -0.215 -0.468
O -19.768 -5.192 22.355 0.089 0.207 -0.295
O -14.434 1.273 24.868 -0.517 -0.004 -0.135
O -20.593 -6.13 -1.233 0.164 0.053 -0.153
O -15.843 -1.621 -3.713 0 -0.382 -0.429
O -16.261 -5.512 -0.562 0.211 -0.09 -0.282
O 20.988 7.098 23.183 -0.106 -0.263 0.304
O 17.803 -6.288 23.228 0.438 0.109 0.139
O 8.076 -7.991 -3.26 0.246 0.085 0.039
O -17.926 4.136 24.632 -0.049 -0.296 0.06
O 4.131 -4.242 -4.087 0.545 -0.037 -0.33
O -17.751 0.061 -4.496 -0.645 -0.251 -0.113
O 16.471 -6.166 -6.998 0.136 -0.488 -0.08
O -32.583 2.772 22.274 0.126 -0.064 0.169
O -12.875 -0.803 25.097 0.444 0.273 0.284
O 31.747 -6.038 24.887 0.548 -0.054 -0.26
O 10.152 2.151 -1.259 -0.551 0.184 -0.564
O 23.572 4.412 22.584 -0.09 -0.038 0.237
O -16.286 2.652 22.232 -0.146 0.126 0.513
O -8.871 7.556 -3.216 0.268 0.104 -0.205
O -19.977 -2.102 -1.1 -0.071 -0.077 -0.219
O -7.172 1.785 -1.123 0.295 0.192 -0.128
O -9.804 -0.718 -1.059 0.183 -0.026 -0.283
O -27.11 -2.761 22.241 -0.081 -0.296 0.487
O -12.72 -5.838 24.942 0.283 -0.143 0.094
O -10.679 5.332 -0.327 0.019 -0.031 -0.362
O -22.433 -6.892 -5.563 -0.223 -0.174 0.127
O 20.24 -2.594 24.767 0.123 0.242 -0.513
O -18.342 -2.15 -6.945 0.187 -0.254 0.666
O 5.403 3.94 24.616 0.242 0.369 -0.125
O -16 1.917 -5.056 0.376 0.385 -0.53
O 24.76 -6.858 25.563 -0.156 -0.111 -0.377
O -23.355 0.741 23.087 0.093 -0.167 0.139
O -5.436 0.01 -0.393 0.157 0.155 -0.263
O -1.808 -1.496 24.67 0.653 0.109 -0.147
O -14.647 4.567 22.942 -0.281 0.156 0.347
O 7.174 -6.136 -4.861 -0.152 0.41 0.41
O -3.989 4.131 23.475 -0.165 -0.324 0.215
O -28.593 1.911 -5.113 0.139 0.289 0.302
O -14.668 -1.787 -1.343 0.211 -0.172 -0.044
O 0.53 0.14 -6.487 -0.292 0.517 0.65
O 27.253 1.728 -3.53 0.171 -0.237 0.165
O 5.227 5.547 -0.284 -0.222 0.202 -0.161
O 16.466 -1.437 25.766 0.066 -0.13 -0.456
O 0.525 3.841 -3.728 0.253 -0.207 -0.205
O 1.52 6.631 24.41 -0.147 -0.146 0.24
O 18.782 7.987 -3.533 -0.209 -0.447 -0.252
O 8.213 -2.694 -0.276 -0.102 0.263 -0.403
O 16.293 -4.518 24.58 0.262 0.7 -0.104
O 29.504 -5.101 25.498 0.191 -0.225 -0.007
O 15.368 7.478 25.841 -0.633 0.151 -0.276
O -9.997 7.57 -5.788 -0.058 0.426 0.016
O -23.424 -1.39 24.719 -0.342 -0.506 0.137
O -13.327 -0.967 -3.429 0.052 0.101 0.336
O 30.153 -5.86 -4.082 0.488 -0.004 0.337
O 20.785 2.816 -3.474 -0.139 0.333 0.226
O -19.549 6.139 25.173 -0.171 -0.269 0.378
O 28.53 6.878 24.03 0.097 0.051 -0.451
O -20.442 3.988 -4.66 0.231 -0.023 -0.395
O -30.955 -2.568 -2.962 0.326 0.152 -0.17
O 12.716 3.484 25.461 0.319 0.007 0.367
O 3.838 -5.136 26.21 -0.39 -0.079 -0.321
O -32.366 -0.19 -0.291 0.018 -0.168 -0.389
O 18.267 1.965 -3.374 -0.293 0.1 0.423
O 16.14 2.959 25.289 0.138 0.274 0.062
O 16.06 2.992 -4.712 -0.14 0.142 0.323
O -6.243 0.7 -3.951 0.001 0.141 0.214
O -22.212 2.225 -3.865 0.084 0.02 -0.289
O 17.452 -6.072 -3.848 -0.415 0.039 -0.442
O 0.697 6.925 -5.611 0.333 -0.238 -0.136
O -24.287 3.225 -6.81 0.307 -0.386 0.004
O -8.183 6.001 -5.034 0.025 -0.415 -0.072
O -25.806 4.823 -3.78 -0.547 0.13 -0.081
O -28.857 7.671 -3.975 -0.023 -0.106 -0.305
O 17.191 5.64 26.205 0.427 -0.146 -0.256
O -10.854 -3.751 24.877 0.201 0.303 -0.456
O -25.186 6.017 24.646 0.032 0.663 0.024
O 4.067 2.684 -2.964 -0.084 0.216 0.305
O 25.042 7.915 -1.111 -0.675 -0.085 0.129
O 22.917 -0.774 -5.647 -0.345 -0.122 -0.126
O 23.387 6.439 24.165 0.112 -0.167 0.526
O -20.026 4.517 23.13 -0.012 0.07 0.337
O 21.942 -4.512 -2.962 0.303 0.059 -0.023
O -14.775 -7.524 -1.531 0.065 -0.332 -0.171
O -24.452 -2.686 -0.551 -0.188 -0.213 -0.435
O -7.772 2.974 25.481 0.238 0.012 0.089
O -25.996 -3.744 -5.265 -0.063 0.381 -0.024
O -25.424 -0.894 23.082 -0.308 -0.162 0.283
O -29.982 0.759 25.117 -0.588 0.214 -0.081
O -19.71 1.872 -3.32 -0.098 -0.624 -0.072
O 28.839 1.204 -5.561 -0.224 -0.197 0.021
O -20.178 -3.609 -5.714 -0.095 -0.526 -0.086
O 16.143 8.103 -3.203 -0.165 0.216 -0.024
O -4.964 -5.386 25.486 -0.028 0.038 0.114
O -7.369 -0.582 25.048 0.373 0.268 0.033
O -15.242 -7.04 -4.149 -0.172 0.522 -0.205
O -14.311 5.872 25.139 -0.496 -0.336 0.118
O 19.101 -5.915 -6.694 0.016 -0.421 0.522
O -1.783 -3.87 -1.2 -0.347 0.363 -0.082
O -10.942 6.234 -3.81 0.024 -0.551 0.167
O -21.504 -0.055 25.941 0.28 0.188 -0.273
O 11.377 8.034 -3.535 -0.038 -0.13 0.655
O -23.44 -0.043 -3.787 -0.397 -0.17 0.001
O 10.355 -4.376 -6.567 0.388 -0.143 0.507
O 17.489 5.053 -6.203 0.442 0.188 0.56
O -3.87 -6.425 23.254 0.565 0.296 0.163
O 17.746 1.328 24.167 -0.26 -0.127 0.607
O 22.263 -7.874 25.221 -0.511 0.298 0.114
O -27.087 0.299 -3.678 0.598 0.18 -0.095
O -13.34 5.349 -3.121 0.092 -0.461 -0.371
O 21.353 -4.916 25.176 0.429 -0.179 -0.178
O -16.446 -3.318 25.867 -0.479 0.046 -0.541
O -17.403 3.04 -2.959 -0.099 0.638 -0.081
O 31.716 6.464 -1.407 -0.008 0.41 -0.231
O -31.235 7.621 -3.19 -0.227 -0.259 -0.217

Results
total energy: -406615.495 eV
total energy less fixed offsets of O -438.25, Si -107.07 eV per atom: -2.695 eV
